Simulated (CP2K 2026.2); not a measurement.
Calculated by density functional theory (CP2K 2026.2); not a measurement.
Periodic cell of 1384 atoms, Si912O472, from a study of silicon, its oxide and their interface. The atomic structure is a simulated model.
Doubt: the forces sum to 1.85 eV/angstrom along one axis rather than to zero, so they err by at least 0.0013 eV/angstrom per atom on average; the grid cutoff is modest.

Settings
functional: PBE
method: Gaussian and plane waves
basis set: DZVP-MOLOPT-SR-GTH
pseudopotentials: GTH-PBE
grid cutoff: 300 Ry, relative cutoff 40 Ry
k points: Gamma only
occupations: fixed
spin: none
net charge: 0

Cell vectors (angstrom)
a 46.1613 0 0
b 0 15.3871 0
c 4.7091 -2.3695 33.7429

Atoms: element, x, y, z (angstrom)
Si -3.5527 0.089 -0.6136
Si -3.7169 3.1668 -0.7112
Si -3.3979 -6.5396 -1.1793
Si -4.7517 -3.9207 -1.3836
Si -0.3591 0.1007 -0.6564
Si -0.6908 3.1363 -1.0803
Si -0.5947 -5.605 -0.4677
Si 1.0498 -4.6823 -2.7919
Si 5.8325 -2.0528 -2.2566
Si 3.7353 4.2041 -0.7851
Si 4.7478 -6.9791 -1.3016
Si 3.8477 -4.1097 -1.4446
Si 7.8468 -0.0687 1.6422
Si 6.6704 3.3976 -0.6305
Si 7.73 -6.9892 -0.744
Si 8.3787 -3.7713 1.5816
Si 0.7639 0.0254 1.4079
Si 0.7477 3.9138 1.4611
Si 0.7366 -7.4697 1.5466
Si 0.6858 -3.8884 1.684
Si 3.2187 0.084 1.5149
Si 3.1253 3.8638 1.4605
Si 3.171 -7.5276 1.4662
Si 3.1302 -3.7913 1.5984
Si 5.5729 0.3574 -0.4431
Si 8.1244 3.8206 1.2831
Si 8.4043 -7.5736 1.4119
Si 7.9483 -3.8271 -0.7052
Si 10.8865 -0.3874 1.1172
Si 10.6241 3.9156 1.2192
Si 10.8357 -7.6055 1.343
Si 10.7949 -3.8278 1.5936
Si 0.1073 1.954 2.6658
Si 0.0888 5.875 2.6113
Si 0.1901 -5.7303 3.0288
Si 0.1123 -1.8533 2.7184
Si 3.7116 1.9978 2.7752
Si 3.7466 5.8499 2.6097
Si 3.7603 -5.7038 2.8409
Si 3.7412 -1.8562 2.7774
Si 7.7089 1.9961 2.744
Si 7.7369 5.8124 2.548
Si 7.8159 -5.7259 2.7569
Si 7.7431 -1.968 2.9352
Si 11.4078 2.1859 2.6663
Si 11.3678 5.8018 2.4905
Si 11.4511 -5.7774 2.6944
Si 11.3887 -1.9488 2.7836
Si -1.9408 1.9307 3.897
Si -1.928 5.7891 3.8863
Si -1.9266 -5.7497 4.0302
Si -1.8974 -1.8626 3.9968
Si 1.8803 1.9885 4.2207
Si 1.9237 5.8656 4.1197
Si 2.0248 -5.7138 4.4085
Si 1.9116 -1.8549 4.2389
Si 5.727 1.995 4.0133
Si 5.756 5.8353 3.8886
Si 5.8002 -5.7244 4.0157
Si 5.7129 -1.9251 4.0876
Si 9.5873 1.9364 4.1436
Si 9.5777 5.7915 4.0416
Si 9.6446 -5.7442 4.2134
Si 9.6145 -1.878 4.2972
Si -1.9106 0.0562 5.3734
Si -1.9135 3.8659 5.2987
Si -1.9238 7.6808 5.357
Si -1.9101 -3.8025 5.3878
Si 1.9175 0.0685 5.5535
Si 1.9163 3.9418 5.4853
Si 1.9603 7.6895 5.5863
Si 1.9536 -3.7459 5.6189
Si 5.7502 0.0515 5.3945
Si 5.7547 3.9352 5.3509
Si 5.778 7.7131 5.3547
Si 5.7526 -3.8364 5.4515
Si 9.6024 0.0684 5.5476
Si 9.6034 3.8923 5.4306
Si 9.6047 7.6762 5.4594
Si 9.6315 -3.8316 5.557
Si -0.0343 0.0503 6.827
Si -0.0357 3.8904 6.7728
Si -0.0301 7.7031 6.8091
Si -0.0307 -3.804 6.8409
Si 3.8753 0.0522 6.8361
Si 3.869 3.909 6.7906
Si 3.9195 7.6993 6.842
Si 3.8953 -3.7972 6.8988
Si 7.6436 0.0532 6.8206
Si 7.6631 3.8985 6.7649
Si 7.6685 7.7062 6.7816
Si 7.6685 -3.8124 6.833
Si 11.5869 0.0567 6.7681
Si 11.5798 3.8906 6.6948
Si 11.5691 7.6748 6.73
Si 11.598 -3.8219 6.796
Si 0.0215 1.9631 13.6976
Si 0.0254 5.7726 13.6633
Si -0.0146 -5.7634 13.6308
Si 0.0441 -1.8917 13.6519
Si 3.8626 1.9453 13.6786
Si 3.8969 5.7944 13.6314
Si 3.8689 -5.731 13.6125
Si 3.8796 -1.8814 13.6817
Si 7.6931 1.9664 13.6328
Si 7.6552 5.8008 13.5937
Si 7.6899 -5.7484 13.579
Si 7.7369 -1.9081 13.6224
Si 11.5832 1.9693 13.5819
Si 11.5759 5.7918 13.5553
Si 11.5949 -5.7531 13.5412
Si 11.5872 -1.8998 13.5876
Si -1.9066 1.9511 15.0768
Si -1.8876 5.7507 15.0515
Si -1.9392 -5.7674 15.0106
Si -1.8949 -1.9053 14.9906
Si 1.9492 2.0086 15.0583
Si 1.9833 5.82 14.9763
Si 1.9282 -5.7488 14.9381
Si 1.9481 -1.8818 15.0511
Si 5.787 1.9116 15.0555
Si 5.7795 5.7402 15.056
Si 5.7863 -5.7417 14.9864
Si 5.8366 -1.9049 15.0329
Si 9.6528 2.0254 14.9144
Si 9.6188 5.8512 14.845
Si 9.6587 -5.7719 14.8454
Si 9.6785 -1.92 14.9562
Si -1.9295 -0.015 16.401
Si -1.8731 3.8545 16.5052
Si -1.9472 -7.697 16.3934
Si -1.919 -3.8191 16.3596
Si 1.9597 0.0792 16.4023
Si 2.0017 3.9665 16.4087
Si 1.9378 -7.6453 16.3094
Si 1.9157 -3.8783 16.3372
Si 5.8968 -0.0101 16.4528
Si 5.7347 3.7895 16.4755
Si 5.7595 -7.6706 16.3473
Si 5.8236 -3.8325 16.3921
Si 9.7249 0.0821 16.208
Si 9.5946 4.002 16.2193
Si 9.6311 -7.6531 16.2251
Si 9.7121 -3.9262 16.2415
Si 0.0114 -0.0067 17.7549
Si 0.13 4.1003 17.825
Si 0.0369 -7.6108 17.686
Si 0.0081 -3.8797 17.7493
Si 3.9173 -0.0546 17.7461
Si 3.8188 3.8177 17.9545
Si 3.817 -7.6921 17.7103
Si 3.8337 -3.937 17.701
Si 7.9365 0.0644 17.7373
Si 7.7398 3.8559 17.6991
Si 7.7454 -7.6584 17.6039
Si 7.8401 -3.894 17.6473
Si 11.5977 0.1347 17.6528
Si 11.53 4.0342 17.5311
Si 11.4427 -7.6271 17.698
Si 11.5981 -3.8787 17.6865
Si -0.1986 1.6415 19.4264
Si -0.0606 5.99 19.2014
Si 0.0492 -5.7665 19.1433
Si 0.3235 -1.9389 19.0025
Si 3.8536 1.7412 19.249
Si 3.7483 5.8607 19.203
Si 3.8484 -5.8152 19.144
Si 3.4549 -2.0313 18.9774
Si 8.5966 2.0036 18.9493
Si 7.4672 5.8382 18.9346
Si 7.7417 -5.8277 19.0661
Si 8.7059 -1.9317 18.6743
Si 10.9858 2.1604 18.7662
Si 11.5596 5.842 19.084
Si 11.5211 -5.7584 19.167
Si 11.0972 -1.8608 18.7858
Si -2.9318 1.5964 20.5527
Si -2.024 6.6717 20.3492
Si -2.0205 -6.3117 20.0932
Si -1.8451 -1.3757 21.2823
Si 1.7382 1.2023 21.5903
Si 1.8509 6.1718 20.5983
Si 1.9584 -6.077 20.5583
Si 1.2253 -4.3602 23.0577
Si 5.84 0.9588 21.3942
Si 5.6788 6.566 20.3473
Si 5.8107 -6.3219 20.3488
Si 5.7155 -1.964 21.1298
Si 8.4544 2.4455 21.2498
Si 8.8737 5.5106 20.6881
Si 9.5755 -5.536 20.5458
Si 8.456 -2.6601 20.7889
Si -2.1334 -0.4483 23.9172
Si -6.518 2.1078 -6.957
Si -3.7079 1.5125 -7.2255
Si 1.9062 -5.6538 25.8705
Si 1.9382 -1.2506 23.6515
Si 4.9128 -0.7966 23.5983
Si 2.5206 -7.9802 -6.5143
Si 7.0131 3.1525 24.8398
Si 6.665 -5.4611 23.2501
Si 12.4551 2.125 24.3092
Si 9.5306 1.599 23.8173
Si 8.9591 -3.9032 24.5599
Si 2.5337 4.0319 22.8616
Si -0.275 3.5954 -4.0256
Si -1.8448 -8.3807 23.4839
Si -2.4519 5.2989 -5.2861
Si 9.6955 -1.2311 23.1987
Si 16.77 4.1026 25.8579
Si 10.6628 -8.7644 24.9592
Si 3.6476 -0.543 -6.3147
Si 10.7468 4.6823 -3.4649
Si 0.6846 -0.7774 -5.8671
Si 13.3147 -7.339 -4.0162
Si 4.0328 2.4458 -6.1793
Si 11.7677 -1.7811 -3.5612
Si 3.0359 -8.9398 -2.5267
Si 8.0708 -6.8417 -5.7216
Si -0.2252 -1.8233 -3.0662
Si 6.5696 4.1048 -6.0256
Si 0.9939 -7.339 -3.9261
Si 8.7466 -7.5573 22.7833
Si 5.3531 5.2074 23.2017
Si 7.0531 -4.3587 -6.8285
Si 13.7425 -5.9213 22.5778
Si 7.8494 4.2961 -3.3781
Si 6.044 -1.8981 -5.2481
Si 11.8022 -4.8622 24.6349
Si -0.8139 1.8116 -6.1912
Si 6.1213 0.5742 25.8273
Si 5.5887 -8.2436 -6.516
Si 4.9601 -5.4007 25.8189
Si -4.3515 -1.3398 -5.9908
Si 2.893 3.7424 -3.5881
Si 7.9833 -0.4531 -7.226
Si 5.2314 -8.548 25.8427
Si 8.9418 -8.3514 -3.2168
Si 13.9375 4.5499 25.5111
Si 13.1107 -6.2778 -6.6599
Si 11.7399 0.3256 -1.5749
Si 11.6698 3.249 -0.8098
Si 12.0805 -6.4808 -1.2537
Si 10.8301 -3.8202 -1.4367
Si 14.8768 0.4034 -1.5892
Si 14.8493 3.3281 -0.8977
Si 14.8832 -5.4709 -0.6987
Si 16.6456 -4.7742 -2.9367
Si 21.0126 -2.3699 -1.8383
Si 19.1238 4.0224 -0.9022
Si 19.9002 -7.107 -0.7665
Si 18.9287 -4.1905 -0.7865
Si 23.7125 -0.0807 1.5702
Si 21.9899 3.1886 -1.055
Si 22.9673 -7.2039 -0.6236
Si 23.8682 -3.8962 1.6457
Si 15.9037 -0.1151 1.2196
Si 15.9906 3.8416 1.1738
Si 16.1799 -7.4535 1.2623
Si 16.0382 -3.9238 1.6174
Si 18.9867 -0.0903 1.5324
Si 18.4379 3.7183 1.3012
Si 18.6363 -7.6418 1.2306
Si 18.441 -3.9146 1.4837
Si 21.4513 0.1585 -0.4924
Si 23.6705 3.7706 1.564
Si 23.8745 -7.6899 1.4531
Si 23.249 -4.0737 -0.5563
Si 26.1639 -0.1145 1.5062
Si 26.068 3.7964 1.4888
Si 26.2969 -7.7566 1.3217
Si 26.2659 -3.8009 1.5078
Si 15.4289 1.9114 2.4778
Si 15.4599 5.8581 2.3588
Si 15.5442 -5.8203 2.8575
Si 15.4544 -1.9218 2.6713
Si 19.1226 1.9245 2.6953
Si 19.0919 5.7418 2.4617
Si 19.1341 -5.8286 2.6831
Si 19.1401 -2.0479 2.7619
Si 23.1445 1.8547 2.8033
Si 23.1572 5.7823 2.6629
Si 23.2721 -5.8392 2.7942
Si 23.1991 -1.9884 2.8273
Si 26.8086 1.8655 2.6558
Si 26.8254 5.7302 2.6336
Si 26.8968 -5.8172 2.6117
Si 26.8345 -1.9495 2.8192
Si 13.4643 2.035 3.8624
Si 13.4482 5.8057 3.7244
Si 13.4568 -5.7688 3.9519
Si 13.4479 -1.8726 3.9386
Si 17.222 1.8924 4.0543
Si 17.2551 5.787 3.9494
Si 17.3846 -5.81 4.2553
Si 17.2756 -1.9316 4.1684
Si 21.1145 1.9154 3.9841
Si 21.0918 5.765 3.8348
Si 21.1746 -5.8096 3.9237
Si 21.153 -2.0102 4.0037
Si 25.0251 1.8668 4.2042
Si 25.005 5.7498 4.1422
Si 25.1199 -5.8248 4.2066
Si 25.0223 -1.9631 4.296
Si 13.4354 0.0859 5.2723
Si 13.4878 3.9406 5.2435
Si 13.4355 7.661 5.2583
Si 13.4547 -3.8194 5.3198
Si 17.2766 0.0106 5.4544
Si 17.2672 3.8639 5.336
Si 17.3131 7.6056 5.4519
Si 17.3106 -3.8471 5.5062
Si 21.1189 -0.038 5.3383
Si 21.1435 3.8694 5.2998
Si 21.1374 7.648 5.2929
Si 21.1774 -3.9207 5.3688
Si 25.0162 -0.0234 5.5693
Si 25.0132 3.8247 5.4797
Si 25.0465 7.6392 5.5175
Si 25.0483 -3.9125 5.5563
Si 15.3154 0.0263 6.7245
Si 15.3565 3.8855 6.6943
Si 15.3324 7.6664 6.7016
Si 15.337 -3.8454 6.7548
Si 19.2314 -0.0105 6.7539
Si 19.2184 3.8453 6.6792
Si 19.2632 7.6366 6.7433
Si 19.2719 -3.8613 6.7736
Si 23.0186 -0.0243 6.7816
Si 23.0379 3.8345 6.7447
Si 23.045 7.6489 6.7372
Si 23.065 -3.9045 6.795
Si 26.9774 -0.0224 6.835
Si 26.9623 3.8187 6.7847
Si 26.9729 7.6293 6.8368
Si 26.9777 -3.8779 6.864
Si 15.3842 1.9527 13.5341
Si 15.3774 5.8013 13.5475
Si 15.3517 -5.7829 13.5238
Si 15.3681 -1.9273 13.5397
Si 19.2138 1.905 13.5258
Si 19.2335 5.7601 13.5192
Si 19.2154 -5.792 13.5007
Si 19.234 -1.9585 13.5277
Si 23.055 1.8738 13.5749
Si 23.0251 5.7504 13.5336
Si 23.0647 -5.8134 13.5728
Si 23.0392 -1.9736 13.5387
Si 26.9111 1.8893 13.6621
Si 26.9283 5.7379 13.5885
Si 26.9111 -5.7918 13.6394
Si 26.9201 -1.9658 13.613
Si 13.511 1.9433 14.9577
Si 13.4823 5.7975 14.9515
Si 13.4806 -5.7474 14.9639
Si 13.4994 -1.8841 14.9895
Si 17.2979 1.9713 14.8748
Si 17.321 5.8012 14.8617
Si 17.2863 -5.8201 14.8296
Si 17.3025 -1.9872 14.8519
Si 21.1139 1.8644 14.9125
Si 21.1222 5.7383 14.9271
Si 21.1119 -5.8057 14.8864
Si 21.1386 -1.9543 14.9313
Si 24.9477 1.8461 14.9703
Si 24.9561 5.7703 14.8447
Si 24.9679 -5.8156 14.9768
Si 24.9497 -2.0127 14.8929
Si 13.5659 0.05 16.3752
Si 13.5323 3.8689 16.3183
Si 13.421 -7.6723 16.3401
Si 13.5301 -3.8184 16.352
Si 17.3261 -0.0184 16.1021
Si 17.3056 3.9242 16.2318
Si 17.3153 -7.6887 16.2362
Si 17.2645 -3.9442 16.191
Si 21.1629 -0.0366 16.3181
Si 21.0746 3.7828 16.2608
Si 21.0983 -7.7055 16.271
Si 21.1052 -3.9016 16.2617
Si 24.9381 -0.1547 16.2821
Si 24.9013 3.8758 16.1669
Si 24.9765 -7.7727 16.2909
Si 24.9282 -3.8786 16.3251
Si 15.5758 0.0003 17.6471
Si 15.4663 3.891 17.7006
Si 15.4114 -7.7009 17.5992
Si 15.4649 -3.862 17.7121
Si 19.167 -0.0207 17.5318
Si 19.176 3.8596 17.6584
Si 19.1908 -7.6845 17.6695
Si 19.1511 -3.9331 17.5531
Si 23.0641 -0.126 17.7267
Si 23.0049 3.7777 17.5494
Si 23.0284 -7.7225 17.6038
Si 22.9781 -3.9418 17.6813
Si 26.8023 -0.1423 17.7218
Si 26.7324 3.7693 17.5926
Si 26.8329 -7.8148 17.7463
Si 26.8531 -3.8674 17.6825
Si 16.2686 1.9459 18.794
Si 15.3476 5.8329 19.0685
Si 15.3904 -5.834 19.029
Si 16.2214 -1.9291 18.8875
Si 18.6432 1.8802 18.8157
Si 19.0336 5.7719 19.049
Si 19.2032 -5.7467 19.0648
Si 18.655 -1.9818 18.7177
Si 23.6582 1.8835 18.8056
Si 22.6864 5.7189 18.8299
Si 23.0474 -5.8679 19.0517
Si 22.9004 -2.0749 19.1102
Si 26.0421 1.8407 18.7343
Si 26.753 5.5679 19.0855
Si 26.7988 -5.8091 18.9884
Si 26.752 -2.0471 19.1886
Si 12.7166 2.0491 21.21
Si 13.4604 6.5099 20.2841
Si 13.4915 -6.4315 20.2915
Si 12.2808 -1.0033 21.5391
Si 15.6452 1.9909 21.0017
Si 17.1938 6.1207 20.4669
Si 17.2959 -6.1264 20.3755
Si 16.5893 -4.9533 23.1324
Si 20.4607 1.2276 21.1671
Si 20.9017 6.1443 20.3439
Si 21.1358 -6.0771 20.4003
Si 21.0378 -1.5771 20.4921
Si 23.1979 2.5049 20.9971
Si 24.0425 5.4791 20.6031
Si 24.9479 -5.5741 20.4366
Si 24.7956 -2.414 20.474
Si 15.2246 -1.0936 21.7408
Si 13.5777 0.2263 26.2214
Si 11.7531 1.4273 -6.997
Si 17.3647 -5.8123 25.7507
Si 17.3162 -2.0028 23.8734
Si 20.2475 -0.9855 23.1905
Si 17.7757 -8.2298 -6.7407
Si 22.1422 2.7304 24.8817
Si 22.0965 -5.3573 23.2366
Si -18.3734 2.3378 23.5193
Si 24.6745 1.6574 23.5462
Si 24.287 -3.8846 24.7057
Si 17.4982 3.9457 22.7281
Si 15.2107 3.8899 -3.8147
Si 13.4482 -8.8475 23.3727
Si 12.964 5.3169 -5.3273
Si -20.905 -1.2689 23.3522
Si -13.8832 4.1584 25.6484
Si -20.1728 -8.8091 24.763
Si 19.0259 -1.0855 -6.0745
Si -20.1545 4.5742 -3.8274
Si 16.4154 -2.4081 -5.1042
Si -17.5188 -7.2626 -4.1725
Si 19.2707 2.0235 -6.1858
Si -18.791 -2.1256 -3.3654
Si 18.4668 -9.034 -2.4479
Si 23.3582 -7.4501 -5.8683
Si 14.7676 -0.9802 -4.2965
Si 21.8009 3.7005 -6.4878
Si 16.4857 -7.5567 -3.9541
Si 24.0286 -7.5832 22.6431
Si 20.4137 4.6155 23.0891
Si 22.4008 -4.812 -6.7852
Si -16.9897 -5.4643 23.0752
Si 23.0924 4.0554 -3.7382
Si 21.5142 -2.6159 -4.8524
Si -19.0249 -4.7818 25.2081
Si 14.4098 1.7473 -5.6744
Si 21.3157 -0.0276 25.8189
Si 20.9065 -8.6576 -7.0219
Si 20.3686 -5.7516 25.7114
Si 10.8211 -1.4316 -6.3225
Si 18.3536 3.8 -3.6933
Si 23.4865 -0.8426 -6.2268
Si 20.4646 -8.8832 25.5841
Si 24.0873 -8.6175 -3.1965
Si -16.7927 4.3967 25.3565
Si -17.6108 -6.2608 -6.9154
Si -19.0275 0.1447 -1.4662
Si -19.0864 3.0824 -1.3225
Si -18.7832 -6.6554 -1.2686
Si -20.1502 -4.0523 -1.4855
Si -15.9057 0.1617 -1.3094
Si -16.0081 3.0968 -1.2288
Si -16.017 -5.7092 -0.4438
Si -14.3191 -4.7622 -2.6652
Si -9.803 -2.2867 -1.7882
Si -11.7764 4.1632 -0.9066
Si -10.7207 -6.9724 -1.1156
Si -11.8015 -4.1882 -0.7918
Si -7.0671 -0.0339 1.5843
Si -8.8896 3.2832 -1.0268
Si -7.7154 -7.0839 -0.7178
Si -6.9205 -3.8365 1.708
Si 31.2932 -0.1282 1.4984
Si 31.4636 3.8465 1.4626
Si 31.4687 -7.5608 1.6038
Si 31.4303 -4.0073 1.7185
Si -11.8106 -0.0858 1.6112
Si -12.296 3.7693 1.3811
Si -12.274 -7.6594 1.5929
Si -12.305 -3.9708 1.5145
Si -9.3762 0.2413 -0.4452
Si -7.0621 3.8113 1.5294
Si -6.9298 -7.6417 1.4271
Si -7.5222 -3.9396 -0.4998
Si -4.6228 -0.0788 1.4668
Si -4.6443 3.7793 1.3721
Si -4.493 -7.6991 1.3819
Si -4.5194 -3.7519 1.5948
Si 30.853 1.8897 2.677
Si 30.8418 5.789 2.658
Si 30.9443 -5.824 3.0786
Si 30.8827 -2.0096 2.8274
Si -11.6281 1.9415 2.7539
Si -11.6534 5.7093 2.6379
Si -11.6472 -5.7934 2.877
Si -11.6231 -2.0757 2.8044
Si -7.5908 1.9101 2.8216
Si -7.5823 5.8102 2.6696
Si -7.5185 -5.806 2.8133
Si -7.5742 -1.9274 2.8767
Si -4.0093 1.8902 2.6798
Si -3.9485 5.7289 2.5936
Si -3.8825 -5.7723 2.669
Si -3.9552 -1.8724 2.8416
Si 28.8316 1.8855 3.9306
Si 28.8308 5.736 3.9285
Si 28.8177 -5.8115 4.0359
Si 28.856 -1.9545 4.0409
Si -13.489 1.8986 4.1866
Si -13.4749 5.7607 4.1497
Si -13.3757 -5.7915 4.4496
Si -13.4441 -1.9821 4.2787
Si -9.626 1.9388 4.0208
Si -9.6239 5.7685 3.919
Si -9.5736 -5.7847 4.0236
Si -9.6144 -1.9904 4.0595
Si -5.7473 1.9119 4.2553
Si -5.7404 5.7785 4.1448
Si -5.6705 -5.7827 4.2391
Si -5.7507 -1.898 4.3363
Si 28.8483 -0.0091 5.3794
Si 28.8384 3.8139 5.3289
Si 28.827 7.6313 5.3772
Si 28.8356 -3.8826 5.4185
Si -13.4626 -0.0152 5.54
Si -13.4854 3.8379 5.4961
Si -13.4339 7.602 5.6032
Si -13.4382 -3.8395 5.6762
Si -9.6417 -0.0128 5.3881
Si -9.6045 3.8729 5.3718
Si -9.6084 7.6595 5.3699
Si -9.5773 -3.8878 5.4514
Si -5.7572 0.0273 5.6196
Si -5.7527 3.8724 5.5127
Si -5.7117 7.6695 5.5317
Si -5.7251 -3.8614 5.5831
Si -15.4282 -0.0139 6.8162
Si -15.4415 3.8228 6.7871
Si -15.4368 7.6433 6.818
Si -15.4426 -3.8716 6.8649
Si -11.5146 -0.0046 6.8321
Si -11.5188 3.8438 6.7833
Si -11.47 7.6426 6.8493
Si -11.4622 -3.8517 6.8951
Si -7.7482 0.009 6.8356
Si -7.7132 3.862 6.8006
Si -7.698 7.6728 6.7882
Si -7.6878 -3.8647 6.8592
Si -3.7747 0.0307 6.844
Si -3.7818 3.868 6.7787
Si -3.771 7.6786 6.8284
Si -3.7688 -3.8198 6.8533
Si -15.4127 1.9205 13.664
Si -15.3963 5.7448 13.662
Si -15.4265 -5.8052 13.6329
Si -15.3961 -1.9276 13.6409
Si -11.5488 1.9395 13.6017
Si -11.5238 5.7602 13.6346
Si -11.5648 -5.7746 13.5639
Si -11.5438 -1.9031 13.6144
Si -7.6804 1.9745 13.584
Si -7.7205 5.7595 13.5826
Si -7.7078 -5.7923 13.5182
Si -7.6973 -1.9298 13.5304
Si -3.7898 1.9629 13.6255
Si -3.7793 5.7777 13.6072
Si -3.7858 -5.7743 13.5397
Si -3.7966 -1.9102 13.5744
Si 28.8338 1.9027 15.0654
Si 28.8186 5.7154 15.01
Si 28.8246 -5.7948 15.0382
Si 28.836 -1.9384 15.0105
Si -13.4602 1.9875 14.9747
Si -13.4437 5.7733 14.994
Si -13.477 -5.7854 14.9339
Si -13.4633 -1.8907 14.9898
Si -9.6122 1.9494 14.9374
Si -9.6055 5.7528 15.0251
Si -9.6273 -5.7778 14.8825
Si -9.5854 -1.9125 14.938
Si -5.7429 2.0056 14.9093
Si -5.7615 5.7817 14.8535
Si -5.7466 -5.8291 14.7862
Si -5.764 -1.9361 14.8374
Si 28.8134 -0.0419 16.4268
Si 28.8272 3.831 16.4513
Si 28.7899 -7.757 16.377
Si 28.8463 -3.8443 16.3977
Si -13.4463 0.0861 16.314
Si -13.451 3.8843 16.3935
Si -13.4226 -7.6819 16.3219
Si -13.4809 -3.867 16.2787
Si -9.5265 0.0334 16.2795
Si -9.6441 3.7944 16.3951
Si -9.5979 -7.6395 16.3085
Si -9.6233 -3.8711 16.2432
Si -5.7854 0.0186 16.1219
Si -5.71 3.948 16.2657
Si -5.7696 -7.7014 16.1796
Si -5.7496 -3.9281 16.0777
Si 30.8125 0.0532 17.7241
Si 30.8344 3.9052 17.8197
Si 30.7923 -7.721 17.6304
Si 30.8217 -3.8194 17.7331
Si -11.4481 0.0332 17.5795
Si -11.5768 3.8416 17.8335
Si -11.4951 -7.6462 17.7069
Si -11.5452 -3.8986 17.5953
Si -7.5849 0.0455 17.6276
Si -7.6249 3.8366 17.6074
Si -7.6161 -7.5683 17.5887
Si -7.6236 -3.9071 17.4493
Si -3.9769 0.0125 17.5811
Si -3.8747 3.9145 17.783
Si -3.9708 -7.7854 17.649
Si -3.9479 -3.8521 17.5533
Si 30.5359 1.9625 19.1316
Si 30.9665 5.8613 19.1373
Si 30.8131 -5.8098 18.9625
Si 31.3069 -1.8586 19.0022
Si -11.5381 1.8088 19.1097
Si -11.4461 5.8396 19.1221
Si -11.4942 -5.7072 19.09
Si -11.7304 -1.9289 18.8088
Si -6.8876 1.9536 18.8755
Si -7.7412 5.841 18.805
Si -7.5033 -5.6555 19.0135
Si -7.1341 -2.0021 18.6647
Si -4.509 1.9092 18.8595
Si -3.9864 5.8196 19.2639
Si -3.8969 -5.803 18.8592
Si -4.7247 -1.9321 18.6811
Si -18.0557 1.773 20.6956
Si 29.2077 6.1993 20.6117
Si 28.7973 -6.0801 20.1125
Si -17.0781 -1.2808 21.0409
Si -13.662 1.3037 21.3771
Si 32.8507 6.1896 20.4611
Si 32.6947 -6.0722 20.3542
Si -14.0928 -4.3827 22.9638
Si -9.5273 1.3076 21.2917
Si -9.4818 6.2899 20.303
Si -9.447 -5.9092 20.2742
Si -9.224 -1.5632 20.7157
Si -6.9346 2.6168 21.0884
Si -6.1304 5.6186 20.3986
Si -5.5567 -5.4134 20.4586
Si -4.5474 -2.4625 20.8744
Si -17.8364 -0.7387 23.7397
Si 24.1875 1.8567 -7.124
Si -14.324 -0.9873 26.327
Si -13.2415 -5.7543 25.5761
Si -13.4058 -1.25 23.338
Si -10.2955 -0.8112 23.2549
Si -12.8423 -8.097 -6.5938
Si -8.2837 3.0303 24.8778
Si -8.573 -5.3433 23.1112
Si -2.8197 2.3968 23.53
Si -5.7726 1.7079 23.653
Si -6.3116 -3.8011 24.6915
Si -12.7286 4.0364 22.7216
Si -15.6093 3.621 -4.1819
Si -17.2558 -8.5939 23.5729
Si -17.8604 5.3359 -5.5245
Si -5.2317 -1.1141 23.4048
Si 1.4441 4.149 25.8338
Si -4.7178 -8.5841 24.9046
Si -11.6853 -0.621 -6.1077
Si -4.7051 4.5488 -3.4386
Si -14.6407 -0.9046 -6.0539
Si -2.1622 -7.2665 -4.0351
Si -11.3397 2.3587 -6.2023
Si -3.4 -1.8715 -3.0125
Si -12.388 -8.8776 -2.4921
Si -7.2945 -7.1293 -5.8699
Si -15.6521 -1.9944 -3.3315
Si -8.839 4.0101 -6.4503
Si -14.3498 -7.3317 -3.9547
Si -6.4814 -7.4594 22.5793
Si -9.8751 5.0814 23.1387
Si -8.3504 -4.5005 -6.6798
Si -1.6356 -5.3837 22.9496
Si -7.6252 4.1875 -3.6509
Si -9.4721 -2.2815 -4.7786
Si -3.4845 -4.6118 25.2293
Si -16.1607 1.756 -6.285
Si -9.2512 0.3737 25.7118
Si -9.7598 -8.3479 -6.827
Si -10.2635 -5.479 25.6587
Si -19.6443 -1.5665 -6.3784
Si -12.5119 3.8798 -3.7338
Si -7.372 -0.5894 -6.1371
Si -10.06 -8.6171 25.6744
Si -6.5147 -8.4993 -3.2371
Si -1.353 4.6576 25.1656
Si -2.2985 -6.2117 -6.7377
Si -0.0136 -1.8749 8.1904
Si -0.004 1.9792 8.1671
Si -0.0093 5.7858 8.1692
Si -0.0015 -5.7514 8.1702
Si 3.8871 -1.8588 8.2206
Si 3.8728 1.9845 8.1697
Si 3.8829 5.788 8.1986
Si 3.8721 -5.7525 8.1993
Si 7.6751 -1.877 8.1775
Si 7.6633 1.9837 8.1565
Si 7.6738 5.7959 8.1549
Si 7.6748 -5.7541 8.158
Si 11.57 -1.8788 8.128
Si 11.5679 1.9851 8.1061
Si 11.5532 5.7741 8.1067
Si 11.5628 -5.7785 8.1038
Si 15.3432 -1.9034 8.0901
Si 15.3509 1.9561 8.0708
Si 15.3613 5.7728 8.089
Si 15.3481 -5.7909 8.0755
Si 19.2494 -1.9331 8.1196
Si 19.2327 1.9329 8.0776
Si 19.2511 5.7274 8.101
Si 19.2357 -5.808 8.0925
Si 23.0579 -1.9564 8.1336
Si 23.0397 1.91 8.1194
Si 23.0649 5.7409 8.1204
Si 23.0591 -5.8305 8.1301
Si 26.9598 -1.9432 8.1981
Si 26.9536 1.9087 8.1702
Si 26.9542 5.713 8.183
Si 26.964 -5.821 8.1856
Si -15.4314 -1.9308 8.194
Si -15.4201 1.9118 8.1701
Si -15.4343 5.728 8.1786
Si -15.4143 -5.8157 8.1866
Si -11.5062 -1.9123 8.2152
Si -11.5251 1.931 8.1647
Si -11.517 5.7283 8.1913
Si -11.5132 -5.806 8.198
Si -7.7034 -1.9168 8.191
Si -7.7165 1.9422 8.1738
Si -7.6973 5.7686 8.1696
Si -7.6968 -5.8024 8.1811
Si -3.7867 -1.8918 8.2026
Si -3.7895 1.9625 8.1762
Si -3.7843 5.7617 8.1762
Si -3.7803 -5.7699 8.1767
Si 1.9296 -1.8807 9.5456
Si 1.937 1.9656 9.5271
Si 1.9318 5.7891 9.5332
Si 1.9313 -5.7528 9.5422
Si 5.7901 -1.8672 9.581
Si 5.7724 1.9636 9.5531
Si 5.7857 5.7869 9.5547
Si 5.7815 -5.7319 9.5533
Si 9.6334 -1.8801 9.4945
Si 9.626 1.9656 9.4763
Si 9.6242 5.7895 9.484
Si 9.6308 -5.7547 9.4817
Si 13.4672 -1.8928 9.4976
Si 13.4692 1.9553 9.4796
Si 13.4619 5.7718 9.4632
Si 13.4618 -5.7692 9.4706
Si 17.2884 -1.9262 9.4347
Si 17.2913 1.9305 9.4272
Si 17.3023 5.7624 9.4343
Si 17.2891 -5.7854 9.4282
Si 21.1507 -1.946 9.4974
Si 21.1292 1.9077 9.4754
Si 21.1551 5.7284 9.4797
Si 21.1382 -5.8073 9.4696
Si 24.9947 -1.95 9.502
Si 24.986 1.8961 9.482
Si 24.9958 5.7298 9.4974
Si 24.9989 -5.8175 9.4932
Si -17.3149 -1.9375 9.5903
Si -17.3137 1.9032 9.5625
Si -17.3208 5.7261 9.5744
Si -17.3047 -5.8074 9.5725
Si -13.4785 -1.9305 9.5274
Si -13.4729 1.9211 9.5143
Si -13.4816 5.7421 9.5158
Si -13.4691 -5.7988 9.5317
Si -9.6024 -1.9085 9.5729
Si -9.6245 1.9319 9.5411
Si -9.6081 5.7509 9.5381
Si -9.6087 -5.7887 9.5531
Si -5.7468 -1.8978 9.52
Si -5.7513 1.9433 9.5019
Si -5.741 5.7672 9.4991
Si -5.7378 -5.7834 9.5062
Si -1.8911 -1.8812 9.583
Si -1.8893 1.9592 9.5597
Si -1.8885 5.7727 9.5552
Si -1.8847 -5.7544 9.5595
Si 1.9399 0.0449 10.9144
Si 1.942 3.87 10.9181
Si 1.9359 7.708 10.9121
Si 1.9402 -3.8151 10.9062
Si 5.7861 0.0501 10.9354
Si 5.7753 3.8714 10.9126
Si 5.7725 7.7242 10.8822
Si 5.7818 -3.8035 10.9095
Si 9.629 0.0451 10.8665
Si 9.6205 3.8726 10.8654
Si 9.6222 7.7114 10.8591
Si 9.6354 -3.8193 10.8494
Si 13.4635 0.0331 10.8455
Si 13.4697 3.8703 10.8317
Si 13.4628 7.6933 10.807
Si 13.4617 -3.8365 10.8163
Si 17.2897 -0.0006 10.7965
Si 17.2972 3.8456 10.809
Si 17.297 7.6843 10.7987
Si 17.2864 -3.8552 10.7973
Si 21.1351 -0.0162 10.8359
Si 21.1513 3.8148 10.839
Si 21.1447 7.6637 10.8153
Si 21.1475 -3.8873 10.823
Si 24.9959 -0.0229 10.8656
Si 24.9912 3.8062 10.866
Si 25.0032 7.6547 10.8668
Si 24.9987 -3.8861 10.8576
Si -17.3195 -0.01 10.9334
Si -17.3217 3.8112 10.9305
Si -17.3167 7.6574 10.9164
Si -17.3096 -3.8769 10.9193
Si -13.4813 -0.0004 10.8887
Si -13.4825 3.8331 10.9002
Si -13.4833 7.6597 10.893
Si -13.4827 -3.859 10.8892
Si -9.6131 0.0224 10.9087
Si -9.6227 3.8445 10.8913
Si -9.63 7.67 10.8835
Si -9.6272 -3.8513 10.8854
Si -5.7414 0.0299 10.8853
Si -5.7415 3.8581 10.8783
Si -5.7393 7.6797 10.8745
Si -5.7423 -3.8438 10.8538
Si -1.8798 0.0451 10.928
Si -1.8808 3.8659 10.9192
Si -1.8758 7.697 10.8887
Si -1.8771 -3.8212 10.9006
Si 0.0337 0.0472 12.3089
Si 0.0258 3.861 12.2966
Si 0.0152 7.693 12.2835
Si 0.024 -3.8236 12.2862
Si 3.8582 0.0345 12.2977
Si 3.8681 3.863 12.2889
Si 3.8743 7.7193 12.2638
Si 3.8658 -3.7949 12.2791
Si 7.7204 0.0375 12.2735
Si 7.6973 3.8704 12.2484
Si 7.6838 7.7166 12.2247
Si 7.7168 -3.8157 12.2356
Si 11.5589 0.0354 12.2301
Si 11.5659 3.8723 12.2002
Si 11.5717 7.708 12.19
Si 11.5695 -3.8171 12.2046
Si 15.387 0.0132 12.1918
Si 15.3813 3.8755 12.1863
Si 15.3716 7.6932 12.1598
Si 15.3682 -3.8492 12.1769
Si 19.2028 -0.0229 12.1757
Si 19.2248 3.8307 12.1727
Si 19.2237 7.6724 12.1544
Si 19.2192 -3.8678 12.1542
Si 23.0527 -0.0319 12.1996
Si 23.0594 3.8014 12.2136
Si 23.0521 7.6691 12.1866
Si 23.0581 -3.9 12.1957
Si 26.9075 -0.021 12.2727
Si 26.9021 3.7961 12.2617
Si 26.9192 7.6747 12.2573
Si 26.9159 -3.8854 12.2496
Si -15.3917 0.0009 12.285
Si -15.401 3.8304 12.2864
Si -15.4018 7.6565 12.2771
Si -15.395 -3.8661 12.2844
Si -11.5538 0.0121 12.2475
Si -11.5437 3.8571 12.2477
Si -11.5512 7.6674 12.2439
Si -11.5531 -3.8329 12.2426
Si -7.6772 0.0356 12.2394
Si -7.6896 3.861 12.2088
Si -7.6974 7.6629 12.2018
Si -7.6848 -3.8555 12.1907
Si -3.81 0.0389 12.2586
Si -3.8077 3.8639 12.2467
Si -3.7942 7.6792 12.2203
Si -3.8108 -3.8323 12.2171
O -1.951 -0.1029 -0.3536
O 11.4935 -0.7044 -0.3499
O -2.13 3.2922 -0.3647
O 11.4473 -7.5356 -0.1962
O -2.1991 -5.7475 -0.4196
O -0.1462 -5.4088 -1.991
O 11.3697 -3.5814 0.0708
O 0.3669 3.916 -0.1457
O 0.0743 -6.9678 0.113
O -0.1202 -4.2455 0.2835
O 4.0446 0.2471 0.0926
O 5.6405 -0.5191 -1.7888
O 5.3685 4.3734 -0.7489
O 3.7792 -7.1945 -0.0227
O 6.2248 -7.5307 -0.9856
O 3.8369 -3.7275 0.1217
O 6.7617 -2.8729 -1.223
O 6.6007 -0.2915 0.6163
O 9.291 -0.1417 0.8657
O 11.617 0.9836 1.5639
O 0.623 2.9383 18.9137
O 0.2503 1.2487 20.9415
O -1.7341 2.1459 19.5835
O -0.6441 -1.8271 20.3149
O 1.8947 -1.9674 19.5035
O 2.6906 1.2277 20.2775
O 5.1666 1.8648 20.2304
O 4.3655 -2.2307 20.3135
O 7.0841 1.8399 21.9167
O 6.8671 -3.0536 20.8642
O 11.5951 2.6538 20.2306
O 10.4391 5.6684 20.2848
O 11.6501 -1.8993 20.3475
O -3.8231 -0.0176 -6.7339
O 13.4155 0.8705 24.7266
O -4.9509 2.3878 -6.6379
O -0.3259 0.3036 -6.5319
O 12.1653 -7.4032 -7.3217
O 11.4235 4.2352 -2.0684
O -4.6478 -5.534 -1.3951
O 11.6879 -2.9939 -2.5045
O -0.2111 1.6011 -1.2728
O 0.1974 -0.9921 -1.7317
O -0.7016 2.1371 -4.6027
O -0.818 3.8113 -2.5259
O -0.974 4.7365 -4.9411
O 0.543 -3.2301 -3.2487
O 2.3415 -4.4657 -1.8663
O 4.4842 -1.4719 -5.2919
O 6.5098 -1.9831 -3.7121
O 3.0711 5.6688 -1.0944
O 4.202 -7.8281 -2.5605
O 4.7817 -5.4089 -1.6754
O 11.9819 -8.8144 24.0404
O 8.1179 -5.2366 -5.9745
O 12.2121 -3.3611 25.0685
O 7.5666 3.6139 -1.9505
O 6.7327 3.8302 -4.4346
O 10.3501 -9.1369 -3.3044
O 7.7735 -9.4701 -3.3372
O 8.7787 -7.6391 -1.7869
O 6.5347 -7.3202 -5.5825
O 7.6847 -5.393 -1.0211
O 9.2801 -3.3776 -1.5263
O -2.914 2.4979 21.9073
O -2.5783 0.0206 20.8462
O 15.2164 3.685 25.9647
O -2.3848 -5.6415 21.5496
O 1.9999 -7.2356 26.208
O -1.2569 -1.1844 22.7756
O 8.2831 -3.696 26.0112
O 2.0665 2.5369 22.4424
O 4.8695 0.5365 22.6324
O 1.8356 5.1508 21.8905
O 1.0042 -0.8198 24.8952
O 1.9175 -7.6389 21.1176
O 1.8079 -0.1716 22.4389
O 5.9919 -0.6587 24.7856
O 6.2731 -0.4739 20.737
O 5.8143 -9.4119 21.869
O 5.2819 -6.9557 26.0344
O 5.9283 -5.5393 21.8083
O 5.3872 3.1912 -6.5994
O 5.3808 -2.0449 22.6979
O -0.9184 -9.3995 24.3353
O 9.6467 1.8642 22.2081
O 8.5504 4.0638 21.359
O 8.4553 -8.7569 21.7653
O 7.8473 -4.3584 23.4705
O 9.5745 -6.4464 21.9154
O 9.0941 0.0466 23.9799
O 8.7931 -1.5328 21.8965
O -7.4292 3.45 -7.0591
O -1.76 -1.0174 25.358
O -2.3221 2.098 -6.6614
O 17.1748 4.0532 24.3015
O 2.0504 -5.0526 21.8325
O 4.9694 -9.0633 24.3214
O -1.9306 -8.9518 21.9742
O 6.6615 -9.1007 26.3624
O 14.6339 -6.7429 -7.0074
O 5.9935 1.9119 24.9352
O 2.8013 2.9022 -7.1159
O 12.8983 5.4328 -6.9493
O 6.5272 4.2741 23.7954
O 4.365 0.8914 -6.4203
O 10.7429 -7.7323 26.1897
O 12.8204 3.4894 25.0697
O 2.1808 -0.1953 -5.748
O 11.2293 -0.935 22.7605
O 10.9139 1.7891 24.6092
O 6.0495 1.8885 -0.6469
O 9.4018 -3.9714 21.0313
O 1.5723 -8.0747 -5.2274
O -1.8085 -2.0414 -2.979
O 4.1326 4.2352 22.759
O 1.3282 3.679 -3.962
O 3.3967 -5.059 25.9134
O 1.6315 -8.1536 -2.6741
O 3.46 -1.1082 24.1979
O 9.4937 -8.2277 24.02
O 10.1782 -4.9832 24.6289
O 3.2464 3.2674 -2.0542
O 3.6896 2.8184 -4.6374
O 10.8711 -2.1078 -4.8572
O 8.8663 -7.2359 -4.3807
O 7.3928 -6.9106 23.3988
O -3.9365 -0.8553 -1.8712
O 7.0715 3.7161 26.3412
O -3.5847 4.367 -4.5876
O 0.1637 2.8737 -6.9113
O 3.3132 5.3207 -3.6685
O 8.7043 -7.5781 -7.0057
O 8.4763 2.6295 24.4363
O 10.3906 5.1799 25.6436
O -2.703 -8.6327 -4.6654
O 0.1214 -0.9959 -4.3864
O 6.8905 -0.8019 -6.0844
O -3.7578 -2.6241 -6.7592
O 6.23 -3.3684 -5.8757
O 4.4188 -2.8563 -2.2907
O 12.3944 -5.235 23.1815
O -3.9679 1.5978 -1.0613
O -1.2625 -6.8639 23.534
O 12.9878 -6.1308 -5.0452
O 9.6207 -2.5035 24.1526
O 6.1274 5.631 -6.3243
O 4.0682 -7.9172 -6.0591
O 14.9897 -4.9205 22.8753
O 0.8611 -2.1241 -6.7402
O 5.5504 -5.0869 24.3515
O 9.3191 -1.2651 -6.8455
O 1.3847 -5.2656 24.3915
O 14.8966 -7.543 -3.898
O 1.4018 -5.7519 -3.9636
O 12.4568 -5.8718 25.7285
O 9.3709 3.8756 -3.7742
O 13.3026 0.5612 -1.8011
O -19.3781 -0.3742 0.0141
O -19.8745 3.824 -0.1353
O 13.2726 3.1831 -0.4788
O -19.3 -7.8267 -0.2504
O 13.3004 -5.7058 -0.5219
O 15.2075 -5.1186 -2.2495
O -19.4855 -3.546 -0.0811
O 17.5046 -0.0789 0.8144
O 15.1472 -0.3997 -0.2039
O 15.6414 -6.8371 -0.1939
O 15.3206 -4.1666 0.1533
O 20.2262 -0.1968 0.4876
O 21.2377 -0.7692 -1.7979
O 20.738 4.212 -1.0238
O 21.4109 -7.6784 -0.5864
O 21.9953 -3.1004 -0.7971
O 22.9111 -0.1665 0.1302
O 23.0782 3.6506 0.0346
O 14.1681 2.6741 20.8551
O 19.1608 1.8116 20.3923
O 19.5287 -2.0847 20.1219
O 21.5878 2.3804 21.2724
O -19.6235 1.8574 20.3147
O -20.5559 5.6684 20.2406
O -18.1754 -2.2072 20.2922
O 11.4117 0.0673 -6.1977
O -17.7543 0.8743 23.8195
O 10.4509 2.3947 -7.1689
O 14.5351 0.1588 -5.4407
O -13.9248 5.612 26.3413
O -19.2457 3.9451 -2.656
O 10.9606 -5.4109 -1.7142
O -19.4317 -3.4945 -2.805
O 15.4868 1.8894 -1.3557
O 15.4217 -0.3584 -2.912
O 14.6995 2.409 -4.2239
O 14.8935 4.2372 -2.2583
O 14.4395 4.8688 -4.8456
O 16.627 -3.5233 -3.9408
O 17.6377 -4.5288 -1.6952
O 20.199 -2.045 -5.5617
O 21.2753 -2.9166 -3.3076
O 18.4291 5.4997 -1.0666
O 19.3931 -7.7413 -2.1861
O 19.9333 -5.4781 -0.9177
O -18.8487 -8.5992 23.8587
O 23.4983 -5.9158 -6.363
O -18.8198 -3.4964 26.164
O 22.7117 3.139 -2.4811
O 22.0291 3.7606 -4.8974
O -20.6212 -9.3307 -3.3298
O 22.962 5.6185 -3.3523
O 23.8559 -7.9157 -1.7735
O 21.8109 -7.9241 -5.8927
O 22.929 -5.614 -0.9294
O 24.4634 -3.6008 -1.5293
O 12.6052 0.4608 20.9474
O -15.3838 3.6257 25.4096
O 12.6734 -4.8512 -7.2309
O 13.7057 -1.572 22.0387
O 23.4742 -3.7846 26.1019
O 16.6344 2.7463 22.0538
O 20.0938 0.536 22.5892
O 17.1157 -1.4001 25.3452
O 17.2979 -7.6872 20.8946
O 16.1239 -1.4054 23.0055
O 18.0486 2.1297 -7.2365
O 21.0886 0.0443 20.2393
O 20.9713 -7.6627 20.791
O 20.9612 5.318 21.746
O 20.4632 -7.3066 25.3166
O 21.3511 -5.2006 21.7896
O 20.6372 2.6226 -6.8147
O 21.1421 -1.8175 22.1057
O 14.3378 5.5362 24.2788
O 24.0111 1.6285 22.0765
O 23.7309 4.0212 21.2442
O 23.5955 -8.7733 21.6577
O 23.3349 -4.344 23.4848
O 24.9244 -6.514 21.7884
O 24.695 0.1035 23.9683
O 24.7162 -1.5416 21.8501
O 8.0227 3.6667 -6.6258
O 12.9257 2.1758 -6.1695
O -13.1713 4.2972 24.2289
O 17.3304 -5.2039 21.7187
O 20.0493 5.7234 24.2244
O 13.3994 -9.405 21.8511
O 21.9267 -9.3588 26.1079
O -16.0729 -6.723 -7.2165
O 21.2987 1.3789 25.041
O -17.7969 5.503 -7.1317
O 21.5423 3.6547 23.7146
O 19.4511 0.457 -5.8403
O -20.2126 -7.9203 26.1168
O -17.8189 3.4757 24.5099
O 17.7026 -1.4172 -5.2144
O -19.3065 -1.1937 23.2924
O -19.9936 2.2752 23.578
O 21.3662 1.7292 -0.789
O 24.8983 -4.0009 20.905
O 17.0898 -8.1605 -5.3034
O 13.3262 -1.6415 -3.9643
O 19.1079 3.7374 22.6761
O 16.7938 3.9721 -4.0465
O 18.8573 -5.1986 25.7944
O 16.9746 -8.5202 -2.7551
O 18.7686 -1.6001 23.3234
O 24.777 -8.2998 23.8596
O -20.6086 -4.8985 24.8688
O 18.596 3.1569 -2.2024
O 18.9947 2.8751 -4.8336
O -19.0194 -1.8909 -4.9317
O 23.9398 -7.529 -4.3746
O 22.7193 -6.8568 23.2522
O 11.193 -0.4051 -2.9074
O 21.9899 3.4255 26.3172
O 11.7831 4.4092 -4.6788
O 15.4786 2.2486 -6.7757
O 18.9792 5.3192 -3.6092
O 24.1491 -8.4478 -6.8631
O 23.7106 2.4676 24.5615
O -20.2805 5.0308 25.2528
O 12.6822 -8.619 -4.7257
O 12.8994 -1.2324 26.3897
O 22.6941 -1.5185 -4.995
O 11.6441 -2.3857 -7.322
O 21.8394 -4.0594 -5.4886
O 19.5268 -2.8093 -1.3919
O -18.1739 -4.7037 23.8563
O 11.0982 1.7809 -1.2713
O 14.0422 -7.3396 23.3395
O -17.7909 -6.0929 -5.2936
O 24.8324 -2.4198 24.3706
O 21.3227 5.1512 -7.0542
O 19.377 -8.3223 -6.6276
O -15.6493 -4.6116 23.291
O -18.2351 -7.0696 -2.731
O 16.2969 -3.1323 -6.5643
O 17.1492 -3.5987 23.7938
O 21.0934 -5.0357 24.4593
O 24.9172 -1.5679 -6.3135
O 16.9293 -6.1012 24.2173
O -15.9375 -7.4258 -3.9954
O 17.085 -6.0672 -3.7916
O -18.4213 -6.0724 25.9769
O 24.6381 3.7504 -4.1518
O -17.4485 0.2633 -1.7156
O -17.5595 2.9475 -0.8048
O -3.8986 -7.7167 -0.1735
O -17.6174 -5.882 -0.4432
O -15.5801 -5.4943 -1.9714
O -4.086 -3.4306 0.0237
O -13.3162 -0.0954 0.931
O -15.843 -0.3488 0.218
O -15.2363 3.936 -0.0934
O -15.3242 -7.0549 0.1553
O -15.5868 -4.3553 0.3433
O -10.5875 -0.1374 0.5442
O -9.6033 -0.6833 -1.7462
O -10.1528 4.2858 -1.0303
O -11.6931 -7.366 0.1002
O -9.2486 -7.5829 -0.885
O -8.8028 -3.0006 -0.7467
O -7.9107 -0.0793 0.1666
O -7.8126 3.744 0.0736
O -15.0684 1.707 20.6645
O -17.2079 2.3087 19.4294
O -15.6484 -1.6647 20.411
O -13.2615 -1.9135 19.4213
O -12.6982 1.1798 20.0796
O -10.3446 2.1482 20.1808
O -10.6154 -1.9748 20.0022
O -8.3807 2.3237 21.8079
O -7.9254 -2.2973 20.1093
O -18.0953 5.2347 19.9943
O -2.9774 -2.537 21.3169
O -19.131 -0.1625 -6.9655
O -1.8486 1.1467 23.8632
O -14.1483 -0.8548 24.7206
O -15.5756 0.2859 -6.6419
O -3.2619 -7.3917 -7.2592
O -4.1555 3.9816 -2.0303
O -20.046 -5.6671 -1.4826
O -4.0028 -3.3284 -2.6694
O -15.2867 1.6518 -1.3867
O -15.141 -0.8687 -2.2822
O -15.9844 2.12 -4.7043
O -15.9807 3.8587 -2.6348
O -16.4787 4.6618 -5.0503
O -14.7598 -3.323 -3.2027
O -13.1626 -4.5887 -1.5635
O -10.9207 -1.6858 -5.1685
O -9.4844 -2.7889 -3.2643
O -12.3935 5.6645 -1.1001
O -11.3001 -7.6799 -2.4507
O -10.7119 -5.3497 -1.1812
O -3.3188 -8.4133 24.1312
O -7.2635 -5.5162 -6.0396
O -3.341 -3.2977 26.1646
O -8.1348 3.2894 -2.4309
O -8.6264 3.8991 -4.8613
O -5.1011 -9.2833 -3.1736
O -7.6894 5.7748 -3.3359
O -6.7632 -7.6633 -1.8891
O -8.8334 -7.5912 -5.7384
O -7.7883 -5.4799 -0.8946
O -6.292 -3.4396 -1.44
O -17.8652 2.6718 22.0156
O -17.5933 0.2364 20.8455
O -17.4757 -7.6664 20.4604
O -0.0875 3.7413 25.5428
O -17.385 -5.3017 21.5255
O -13.2458 -7.3271 25.9386
O -16.8767 -1.4367 22.6364
O -6.9914 -3.5573 26.1261
O -13.1846 2.5497 22.2852
O -10.3832 0.6529 22.504
O -11.1236 4.1475 22.7121
O -13.3232 -5.3409 24.0193
O -13.3911 -7.6156 20.9609
O -9.4595 -0.8085 24.6304
O -8.9155 0.0241 20.502
O -9.5098 -7.501 20.6618
O -9.2494 5.5835 21.7463
O -9.9093 -7.0303 25.9015
O -9.1971 -5.0238 21.6413
O -10.0687 3.0708 -6.8952
O -9.4718 -1.8259 22.2887
O -16.5909 -9.498 24.7399
O -5.8483 1.8821 22.0407
O -6.4272 4.1624 21.0886
O -6.5222 -8.6744 21.5291
O -7.391 -4.3552 23.6232
O -5.6082 -6.3166 21.8235
O -6.1211 0.1438 23.8916
O -5.36 -1.409 21.8165
O 23.2243 3.1704 -7.0915
O -17.3997 -1.2611 25.187
O -17.7085 1.9597 -6.6912
O 2.1994 4.2212 24.4187
O -13.6462 -4.9607 21.5228
O -10.2805 -9.0675 24.1197
O -16.8375 -9.3874 22.2161
O -8.6819 -9.2707 26.2075
O -0.7566 -6.6612 -7.0217
O -9.185 1.7118 24.8222
O -12.6352 2.5026 -7.1541
O -2.6179 5.4293 -6.897
O -8.7879 4.1925 23.9063
O -10.9392 0.807 -6.0312
O -4.7554 -7.692 26.2437
O -2.3101 3.758 24.2185
O -13.1945 -0.3572 -5.5781
O -3.6916 -0.7549 23.6754
O -4.285 2.081 24.1235
O -9.4752 1.8077 -0.7642
O -5.2873 -3.9049 21.0275
O -13.681 -8.0181 -5.2381
O -17.2141 -2.2697 -3.0588
O -14.0206 3.8456 -4.3036
O -11.8054 -5.1784 26.0123
O -13.8388 -8.1999 -2.6858
O -11.8028 -1.2664 23.552
O -5.8656 -8.0576 23.9286
O -5.0522 -4.8211 24.855
O -12.3537 3.307 -2.1977
O -3.8613 -1.3541 -4.4569
O -6.4931 -7.5341 -4.5345
O -7.9165 -6.8335 23.0026
O -19.5244 -0.9086 -2.5752
O -8.3861 3.5097 26.4132
O -19.2124 4.5316 -5.135
O -15.2663 2.8321 -7.0948
O -12.0309 5.439 -3.6665
O -6.7332 -7.8762 -7.1909
O -6.7685 2.6616 24.4691
O -4.9192 5.2748 25.4033
O -18.0579 -8.6346 -4.796
O 23.6732 0.7585 -6.0332
O -15.4917 -1.4806 -4.8314
O -8.3495 -1.1365 -4.9806
O -14.4684 -5.0979 26.3638
O -9.1318 -3.6083 -5.6109
O -11.2935 -2.7506 -1.3594
O -2.6099 -4.5129 23.8888
O -19.6875 1.6089 -1.6296
O -16.7801 -7.0352 23.4927
O -2.4592 -6.0783 -5.1168
O -5.7051 -2.4012 24.2072
O -11.2603 -8.0573 -6.3161
O -0.3381 -4.4712 22.6731
O -14.2465 -2.0767 -7.0929
O 1.6555 -2.7987 23.2214
O -9.8154 -5.2078 24.1318
O -5.9597 -1.362 -6.0285
O -0.5895 -7.4712 -3.8256
O -13.8759 -5.7736 -3.8516
O -2.888 -5.8803 26.0364
O -6.068 3.8009 -3.9335
O -13.3551 5.1826 21.7532
O 12.5284 2.4158 22.7432
O -7.1703 1.0122 -5.949
O -13.7439 -0.0807 22.2284
O 20.9881 -1.081 24.6272
O -13.7953 -2.7866 22.9721
O -11.6084 3.0335 -4.7576
O -20.385 2.1681 -6.948
O 15.7468 -1.918 20.4532
O 17.1577 5.2897 21.8742
O -2.8869 -7.0366 -2.6157
O 12.6596 -7.1963 -2.5638
O 15.378 0.4907 21.5287
O -9.2423 5.508 -6.8802

Results
total energy: -304507.168 eV
total energy less fixed offsets of O -438.25, Si -107.07 eV per atom: -5.328 eV

Forces (eV/angstrom), in the order of the atoms: element, x, y, z
Si -0.2148 -0.1479 0.6643
Si -0.3426 0.2248 0.6658
Si 0.0267 -0.0652 0.1747
Si 0.0137 0.0647 0.2288
Si 0.2513 -0.0742 0.6043
Si 0.1119 -0.0418 0.1895
Si 0.1328 0.0005 0.2741
Si 0.061 0.0075 0.052
Si -0.0099 -0.073 0.136
Si -0.2504 -0.2688 0.6259
Si -0.0964 0.0326 0.2066
Si 0.0253 0.0068 0.0887
Si -0.0612 0.11 0.6869
Si 0.33 0.0424 0.6059
Si 0.1907 -0.1086 0.7072
Si 0.0328 -0.0533 0.0324
Si 0.0191 -0.0099 0.0261
Si 0.1276 -0.0406 0.7006
Si 0.2583 -0.2047 0.6056
Si 0.3256 0.189 0.5918
Si -0.2887 -0.0494 0.5484
Si 0.0066 0.0362 -0.0078
Si -0.2221 -0.1482 0.636
Si -0.3058 -0.0524 0.6952
Si -0.0067 0.0833 0.1488
Si 0.0177 0.0146 -0.0109
Si 0.0693 0.0005 -0.0097
Si 0.1741 0.0702 0.6677
Si 0.0517 -0.5385 0.4489
Si -0.051 -0.0859 0.0521
Si -0.281 0.011 0.599
Si -0.2833 -0.1093 0.4916
Si -0.0044 0.0094 -0.0838
Si -0.0244 0.0464 -0.0973
Si -0.0235 -0.0221 -0.0369
Si -0.0332 -0.0433 -0.1054
Si 0.041 -0.0478 -0.0453
Si 0.0127 -0.0029 -0.0653
Si 0.0021 0.0058 -0.119
Si 0.0155 -0.0144 -0.0882
Si 0.0006 -0.0496 -0.0478
Si -0.0145 0.0041 -0.0705
Si 0.0005 -0.0045 -0.0125
Si -0.0474 0.0591 -0.0276
Si -0.0674 0.5197 0.3662
Si -0.0024 0.014 -0.074
Si 0.0139 -0.0272 -0.0958
Si -0.0106 0.0538 -0.0888
Si -0.001 0.0098 0.0235
Si 0.0236 -0.006 0.0061
Si -0.0171 0.009 0.0546
Si 0.0339 0.0014 0.0279
Si -0.0166 0.0273 -0.0426
Si 0.0139 0.018 -0.0059
Si 0.0448 0.013 0.0023
Si -0.0114 -0.0249 -0.0058
Si 0.0069 -0.0344 0.0612
Si -0.0004 -0.0374 0.0139
Si 0.0034 -0.011 0.0279
Si -0.0298 0.04 0.031
Si 0.0196 0.0072 -0.0468
Si -0.0231 0.0071 -0.0143
Si -0.0479 0.0048 -0.0324
Si -0.0228 -0.006 0.0044
Si -0.0178 0.0032 -0.0235
Si -0.0025 -0.0007 -0.0255
Si 0.0052 0.0167 -0.0121
Si -0.0002 -0.0183 -0.0082
Si -0.0202 -0.0008 0.0127
Si -0.0249 0.0013 -0.0013
Si 0.0077 0.0218 0.0404
Si 0.0115 -0.0151 0.0406
Si 0.0149 0.0031 0.0035
Si 0.0084 0.0023 -0.0401
Si -0.0097 0.0198 -0.0129
Si 0.0088 0.0093 -0.0175
Si 0.0018 -0.0129 0.0149
Si 0.0137 0.0037 -0.0351
Si 0.0198 0.018 -0.0137
Si 0.0317 0.0136 0.0324
Si -0.0304 0.0081 0.0223
Si -0.0124 0.0122 0.0165
Si -0.0179 -0.006 0.0161
Si -0.0093 0.0103 0.0211
Si 0.019 -0.0157 0.0107
Si 0.0411 0.0099 0.0291
Si 0.0086 0.0045 0.0255
Si -0.015 -0.013 0.0285
Si -0.0283 -0.0039 0.0175
Si -0.025 -0.0158 0.0143
Si -0.0424 0.0103 0.0354
Si -0.0121 -0.0052 0.0329
Si 0.0188 -0.0095 0.0248
Si 0.034 0.0089 0.0159
Si 0.0106 0.0098 0.0308
Si -0.0162 -0.0252 0.0286
Si -0.0023 -0.0255 -0.0088
Si -0.0013 0.0314 -0.0044
Si 0.0191 -0.0041 -0.0215
Si -0.0024 -0.0186 -0.0198
Si 0.0227 0.0135 -0.0236
Si -0.015 0.0179 -0.0173
Si -0.0097 0.0002 -0.0178
Si -0.0066 0.0042 -0.0106
Si -0.0044 -0.0078 -0.0099
Si 0.0045 -0.0031 -0.024
Si 0.0168 0.0147 -0.0281
Si -0.0111 0.0148 -0.0231
Si -0.0046 -0.0047 -0.0117
Si -0.0094 -0.0054 -0.0196
Si -0.024 -0.0226 -0.0347
Si 0.0035 0.008 -0.0065
Si -0.0171 0.0029 0.0181
Si 0.0082 -0.0038 0.0284
Si -0.0034 -0.0134 0.0296
Si -0.0226 0.0073 -0.027
Si -0.0198 -0.0086 0.0334
Si -0.0066 -0.0133 0.0114
Si -0.0114 0.0275 0.0083
Si -0.003 0.0308 0.0147
Si -0.0158 -0.0223 0.0061
Si 0.0099 -0.0173 0.0307
Si 0.0094 -0.0141 0.0342
Si 0.0126 0.0139 -0.0168
Si 0.0083 0.0048 0.0271
Si 0.0127 -0.0024 -0.0242
Si 0.0329 -0.0085 -0.0284
Si 0.0136 -0.0139 0.0198
Si 0.0141 0.0031 -0.0232
Si 0.0426 0.0265 0.051
Si -0.0065 -0.0193 -0.037
Si 0.0101 -0.001 0.0359
Si 0.0299 -0.0197 -0.0284
Si 0.0126 -0.0388 0.0397
Si -0.0086 -0.0006 -0.0056
Si -0.0118 0.0541 -0.0373
Si -0.011 0.02 -0.0183
Si -0.0233 -0.0063 -0.0043
Si 0.0051 -0.0131 -0.0021
Si -0.0202 0.018 0.0187
Si -0.0318 -0.0141 0.0605
Si -0.0286 -0.021 0.0295
Si -0.0058 0.0161 -0.0321
Si 0.0068 0.0354 0.035
Si 0.0139 0.0528 0.0928
Si -0.1636 0.414 -0.4109
Si 0.0203 0.0058 0.0381
Si -0.0026 0.0046 -0.0124
Si -0.0395 -0.0203 0.0583
Si 0.0442 -0.0439 0.0615
Si -0.0159 0.0166 0.023
Si -0.0109 0.047 0.0341
Si -0.0483 0.0105 0.0601
Si 0.0168 -0.021 -0.0223
Si 0.045 0.0145 0.0647
Si 0.0218 0.0362 0.0588
Si -0.0752 0.0285 0.1009
Si -0.0084 0.039 0.0184
Si 0.0022 -0.0708 0.0928
Si -0.043 0.0338 0.0378
Si 0.1443 -0.4425 -0.435
Si 0.0028 0.0076 0.0719
Si 0.033 -0.0278 0.09
Si -0.2027 -0.018 -0.6439
Si -0.025 0.2245 -0.8548
Si 0.0428 -0.075 0.0728
Si 0.0147 -0.0397 0.1032
Si 0.1976 0.07 -0.7854
Si -0.0057 -0.0113 -0.0724
Si -0.0626 -0.0322 -0.0289
Si -0.0482 0.0372 -0.0347
Si 0.1036 0.0317 -0.2001
Si -0.2442 -0.1851 -0.5298
Si 0.4392 0.0952 -0.4433
Si -0.0037 0.0532 0.0369
Si -0.2315 -0.0477 -0.6475
Si -0.5738 -0.0042 -0.2767
Si -0.0994 0.1053 -0.768
Si 0.1489 -0.2897 -0.5814
Si 0.0315 0.1 -0.2364
Si 0.0248 0.0801 -0.0841
Si -0.0301 -0.1062 -0.8
Si -0.0591 0.0706 -0.8063
Si 0.1343 -0.0007 -0.0714
Si -0.0801 -0.0634 -0.105
Si -0.0988 0.3012 -0.68
Si 0.0758 -0.3052 -0.5792
Si 0.0086 0.0792 -0.1911
Si 0.1254 -0.1705 -0.7133
Si -0.1278 0.1094 -0.6494
Si -0.002 -0.3358 -0.7771
Si 0.1899 0.0923 -0.436
Si -0.0602 0.0617 -0.1607
Si -0.1259 0.0878 0.0332
Si -0.0524 -0.0068 0.0207
Si -0.0073 -0.0314 -0.0958
Si -0.0113 -0.0106 -0.1964
Si 0.0506 0.1145 -0.1774
Si 0.0721 0.1578 -0.0319
Si -0.0545 0.0912 -0.1055
Si 0.0545 -0.0925 -0.1367
Si 0.143 -0.0622 -0.0782
Si 0.0242 -0.0177 -0.26
Si -0.0719 -0.083 -0.0794
Si -0.1002 0.0562 -0.2237
Si 0.0494 -0.0002 0.0999
Si 0.02 0.0923 -0.1737
Si 0.006 -0.0209 0.0671
Si 0.0027 -0.0147 -0.1913
Si 0.168 -0.0149 -0.0057
Si 0.1126 -0.0483 -0.0691
Si -0.0197 -0.0739 -0.0939
Si -0.0162 -0.0271 0.0186
Si -0.0675 -0.1182 -0.0412
Si 0.0199 0.1123 0.1149
Si -0.1078 -0.0137 0.1326
Si -0.026 0.0517 0.13
Si 0.0343 -0.0976 0.0814
Si 0.0585 -0.0605 0.0308
Si 0.0564 -0.0463 0.1942
Si 0.099 0.0358 0.0723
Si 0.1217 0.1541 0.0507
Si 0.1104 0.1718 -0.1947
Si -0.0803 0.0632 -0.0654
Si 0.1192 0.0262 -0.0113
Si -0.0605 -0.1873 -0.6809
Si 0.0683 0.0487 0.0626
Si 0.084 0.0369 -0.0181
Si -0.0418 -0.0502 0.0081
Si 0.0898 -0.1995 0.0598
Si 0.0685 -0.0349 0.0199
Si -0.0326 -0.0522 -0.0847
Si 0.0422 -0.0513 -0.0952
Si -0.0144 0.0379 0.0941
Si 0.0252 0.0466 0.1831
Si 0.0431 0.0204 0.0282
Si -0.0021 -0.1016 -0.0812
Si -0.0628 -0.0862 -0.0141
Si 0.0554 0.0652 -0.0967
Si 0.1222 -0.0093 -0.0179
Si -0.0293 -0.002 0.1464
Si -0.2501 0.1274 0.5239
Si -0.0306 0.0491 0.1805
Si -0.0639 0.0053 0.1832
Si 0.0665 -0.0884 0.129
Si 0.3154 0.1577 0.5334
Si 0.1208 -0.0138 0.1155
Si -0.0248 0.05 0.1177
Si -0.0308 0.0824 0.0761
Si -0.2486 -0.3535 0.6251
Si -0.4188 -0.0926 0.579
Si -0.1434 0.0446 0.5737
Si 0.2814 0.0469 0.6168
Si 0.0537 0.0512 0.2267
Si 0.2159 -0.1274 0.6529
Si 0.0436 -0.0004 0.0962
Si -0.2866 0.1764 0.7047
Si -0.0083 -0.0082 -0.0301
Si 0.1603 -0.2777 0.5149
Si 0.2547 0.0998 0.5742
Si 0.0305 0.0474 0.6724
Si -0.0684 0.0727 -0.0002
Si 0.0327 -0.0283 0.0094
Si -0.0578 -0.0032 0.0329
Si 0.1586 0.0116 0.1194
Si 0.2135 0.0537 0.6565
Si 0.0318 0.001 0.0058
Si 0.1949 0.0064 0.6562
Si -0.2874 0.1901 0.7522
Si -0.1229 -0.0515 0.8504
Si -0.2243 0.0974 0.5897
Si -0.204 -0.1732 0.5969
Si 0.0131 -0.011 -0.069
Si 0.0081 0.032 -0.0858
Si 0.0388 -0.0244 0.0148
Si -0.0109 -0.0161 -0.0761
Si 0.0629 -0.0525 -0.0786
Si 0.0171 -0.0134 -0.0512
Si 0.0107 0.0132 -0.0133
Si 0.0437 0.0144 -0.0462
Si 0.0084 -0.0094 -0.0968
Si -0.0328 -0.0318 -0.0745
Si -0.0591 -0.0087 -0.0097
Si -0.0336 0.0442 -0.0352
Si -0.0034 0.0015 -0.1452
Si 0.0027 -0.045 -0.095
Si 0.0205 -0.016 -0.107
Si -0.0114 0.0672 -0.0768
Si -0.0151 -0.0039 0.0308
Si 0.0142 -0.0144 0.0255
Si -0.0138 0.0336 0.0579
Si 0.0157 -0.0102 0.0099
Si -0.0372 -0.0188 -0.0092
Si 0.007 0.041 -0.0035
Si 0.0613 -0.0162 -0.0491
Si 0.01 -0.0271 -0.0113
Si -0.0086 -0.005 0.0539
Si -0.0031 -0.0363 0.0105
Si 0.0222 0.0233 0.0146
Si -0.0029 0.019 0.0267
Si -0.0015 0.0085 0.022
Si -0.016 -0.013 -0.0388
Si 0.004 0.0082 -0.0552
Si -0.0236 -0.0302 -0.0398
Si -0.0183 0.0095 -0.0069
Si -0.0053 -0.0154 -0.0274
Si -0.0101 0.0135 -0.0212
Si 0.0137 0.0083 -0.0237
Si -0.0131 0.0152 0.0096
Si -0.0359 -0.0205 -0.062
Si -0.0086 0.0203 0.0164
Si 0.0064 -0.0025 0.02
Si 0.0167 0.007 0.0021
Si 0.0183 -0.0066 -0.0218
Si -0.0317 0.002 -0.0182
Si -0.0165 0.0217 0.0048
Si 0.0042 0.0234 0.0382
Si 0.0288 -0.0206 0.0381
Si 0.0032 -0.0076 0.002
Si 0.0135 0.0063 0.0351
Si -0.0033 0.0079 0.0131
Si -0.0256 0.0085 0.0393
Si -0.0112 -0.0173 0.0236
Si -0.0056 0.0107 0.0172
Si 0.0161 -0.0165 0.0266
Si 0.0386 0.0146 0.0311
Si 0.0114 0.0211 0.0313
Si 0.013 -0.0136 0.0269
Si -0.0157 0.0037 -0.0016
Si -0.0115 -0.0069 0.0132
Si -0.0362 0.0074 0.0168
Si -0.0177 -0.0043 0.0279
Si 0.0112 0.0043 0.032
Si 0.0103 -0.0124 0.0207
Si 0.0112 0.001 0.028
Si -0.0028 0.0035 0.0273
Si -0.0064 -0.0089 -0.0211
Si 0.0101 0.0032 -0.0277
Si -0.0056 -0.0234 -0.0227
Si -0.01 0.0203 -0.0262
Si 0.015 -0.0182 -0.0284
Si 0.0073 -0.0083 -0.0142
Si 0.0044 0.003 -0.0253
Si -0.0005 0.0094 -0.0281
Si -0.0261 0.0046 -0.014
Si -0.0007 -0.0159 -0.0267
Si -0.0005 -0.0119 -0.0177
Si -0.0048 0.0084 -0.0285
Si -0.008 -0.0022 0.0025
Si -0.0053 -0.0227 -0.0155
Si 0.0008 0.0067 -0.01
Si 0.005 0.011 -0.0261
Si -0.0063 0.0188 0.0001
Si -0.0003 0.0172 0.0499
Si 0.0188 -0.0044 0.0179
Si -0.0038 -0.019 0.0042
Si 0.0071 -0.0103 0.0142
Si 0.0207 0.0115 -0.0183
Si -0.0109 0.0067 -0.0222
Si 0.0107 -0.02 -0.0026
Si -0.0118 -0.0069 -0.0047
Si 0.0054 0.0036 0.0262
Si -0.0189 0.0026 0.0149
Si -0.0112 0.0023 0.014
Si -0.0158 -0.0096 0.0345
Si 0.0188 0.0334 -0.0127
Si 0.0063 0.0097 0.0136
Si -0.0108 -0.0135 -0.0155
Si 0.0177 -0.005 0.0031
Si -0.0194 -0.0138 0.0027
Si 0.0188 -0.0029 -0.0032
Si -0.0182 -0.0128 -0.0054
Si -0.0091 0.0422 0.0063
Si -0.0071 -0.0405 0.0179
Si 0.0205 -0.0082 0.0214
Si -0.0199 0.0306 -0.0289
Si -0.0047 0.021 -0.028
Si -0.0064 -0.0379 -0.031
Si 0.0065 -0.0208 -0.0081
Si 0.0356 -0.0059 -0.0205
Si -0.0382 0.0131 -0.0005
Si -0.0275 -0.0406 0.0486
Si 0.0095 -0.0037 0.0315
Si -0.0283 0.0073 -0.0082
Si -0.0223 -0.05 0.0755
Si -0.0097 -0.0493 0.041
Si 0.005 0.0231 0.0477
Si 0.0037 0.0522 0.0387
Si 0.007 -0.0207 0.0468
Si 0.0249 -0.0219 0.0387
Si -0.0163 0.004 0.0148
Si 0.01 0.051 0.0132
Si 0.0187 -0.053 0.0325
Si -0.0129 0.0298 -0.0019
Si 0.0237 0.0051 0.0169
Si -0.0357 -0.0236 0.0419
Si 0.0464 -0.0074 0.0378
Si 0.0461 0.0325 0.0083
Si 0.0601 -0.051 0.0529
Si 0.038 0.0269 0.0131
Si 0.0662 0.0335 -0.0765
Si -0.0431 0.0306 0.0324
Si 0.0283 0.0171 0.0513
Si 0.1771 -0.0149 -0.7447
Si -0.1886 0.0815 -0.5736
Si -0.009 0.0129 0.0585
Si 0.0564 -0.01 0.0376
Si -0.3117 0.0517 -0.5261
Si 0.0386 0.0034 -0.0458
Si -0.0388 -0.0634 0.0241
Si 0.0173 0.0211 0.0151
Si -0.0536 0.0587 0.075
Si -0.2394 -0.0572 -0.562
Si -0.1078 0.1197 -0.8097
Si -0.0128 -0.0115 -0.0031
Si -0.4944 0.0932 -0.3666
Si -0.0878 0.0308 -0.1432
Si -0.0675 0.2186 -0.5853
Si -0.0383 -0.0369 0.0464
Si -0.1707 -0.0872 -0.1534
Si 0.3221 0.0645 -0.5718
Si -0.0391 -0.2572 -0.8623
Si -0.0803 0.1322 -0.7793
Si -0.0138 -0.007 -0.1694
Si -0.147 -0.0547 -0.1079
Si -0.0884 -0.2213 -0.7045
Si -0.0101 0.2474 -0.6429
Si 0.4487 -0.3709 -0.4572
Si 0.1294 -0.1262 -0.6425
Si -0.171 0.0975 -0.7507
Si -0.0366 -0.2765 -0.7008
Si 0.055 0.1587 -0.7069
Si 0.0186 -0.0153 -0.2699
Si 0.0666 -0.0412 0.0037
Si -0.1064 0.0159 -0.0708
Si -0.0037 -0.0178 0.0016
Si 0.092 -0.0188 -0.0413
Si 0.09 0.0523 -0.0997
Si 0.0023 0.2022 -0.0391
Si 0.0291 -0.0141 -0.0482
Si -0.1063 -0.0797 -0.1139
Si -0.0332 -0.0186 -0.0896
Si 0.0088 0.0698 -0.1267
Si -0.0763 -0.0953 -0.0465
Si -0.0824 0.0759 -0.1782
Si -0.0576 0.0161 0.1381
Si 0.0239 -0.0002 -0.2141
Si 0.0248 -0.0979 0.0397
Si -0.0987 -0.0324 -0.1997
Si 0.0114 0.0126 -0.0726
Si 0.0821 -0.0273 -0.0361
Si -0.0679 0.0414 -0.0748
Si -0.1602 0.0558 0.1037
Si -0.5153 0.2489 0.0884
Si -0.0634 0.1764 0.1259
Si -0.1805 -0.002 0.068
Si -0.0215 0.0721 0.1003
Si 0.113 0.0187 -0.0147
Si -0.0128 -0.0017 -0.007
Si 0.3933 -0.2781 -0.0587
Si -0.0389 0.0719 0.0045
Si -0.0194 0.1453 0.0091
Si 0.0727 0.1884 -0.1837
Si -0.0844 0.1431 -0.0278
Si -0.0432 0.0123 0.0079
Si -0.0205 -0.286 -0.0599
Si 0.0795 0.096 0.0607
Si -0.0413 0.1369 -0.0124
Si -0.1327 -0.0598 0.0264
Si 0.0745 -0.0411 0.0228
Si -0.0157 -0.0645 0.1094
Si -0.0538 -0.0623 -0.0329
Si 0.0613 -0.0212 0.0716
Si 0.0971 0.0351 0.0339
Si -0.0014 -0.0475 0.1263
Si -0.0893 0.0301 -0.0228
Si 0.013 -0.0921 0.0344
Si -0.0446 -0.0762 0.1028
Si -0.0604 0.0881 -0.1892
Si 0.1194 0.1007 0.0532
Si -0.0325 -0.0409 0.2259
Si -0.0606 0.0362 0.1703
Si 0.0114 -0.1351 0.1733
Si 0.0113 0.0846 0.2977
Si -0.022 -0.0508 0.1324
Si 0.0792 -0.0136 0.1772
Si 0.1471 -0.017 0.2724
Si 0.0662 -0.0116 0.1714
Si -0.0367 0.0706 0.1347
Si -0.2265 -0.302 0.6494
Si -0.0059 0.0933 0.1551
Si -0.1076 -0.0125 0.6293
Si 0.2896 0.0419 0.5614
Si 0.0556 -0.0015 0.2178
Si 0.2098 -0.197 0.6889
Si 0.0491 -0.0205 0.0908
Si -0.1261 0.1087 0.8284
Si 0.2313 -0.0697 0.6684
Si 0.2306 -0.224 0.5872
Si 0.3231 0.1292 0.5239
Si 0.0568 0.0113 0.6792
Si -0.0459 0.029 0.0159
Si -0.2046 -0.1158 0.6868
Si -0.036 0.0149 0.0127
Si 0.1642 0.0454 0.1569
Si 0.3058 0.0155 0.6225
Si 0.0591 0.0168 -0.0026
Si 0.1917 0.0402 0.6834
Si -0.0194 0.024 0.0335
Si -0.0207 -0.0468 0.0304
Si -0.2853 0.0557 0.585
Si -0.2277 -0.1655 0.5783
Si 0.0313 0.0087 -0.0759
Si -0.0056 0.0362 -0.0961
Si 0.0113 -0.0483 -0.0144
Si -0.0256 -0.0101 -0.0875
Si 0.0399 -0.0393 -0.0647
Si 0.0303 -0.0012 -0.0586
Si 0.0098 -0.0464 -0.0852
Si 0.0351 0.0006 -0.0663
Si -0.0065 0.0076 -0.0872
Si -0.0341 -0.0092 -0.0781
Si -0.04 -0.0034 -0.0203
Si -0.0214 0.0338 -0.0354
Si -0.0036 -0.0139 -0.0509
Si 0.009 -0.0264 -0.0745
Si 0.0177 -0.0301 -0.0914
Si 0.0087 0.0189 -0.0457
Si -0.0181 -0.0062 0.061
Si 0.007 -0.0003 0.009
Si -0.0512 0.0208 0.0487
Si 0.0078 -0.0152 0.0438
Si -0.0061 0.0162 -0.0221
Si 0.0206 0.0136 -0.0035
Si 0.0643 -0.016 -0.0243
Si 0.0192 0.0088 -0.0056
Si 0.0056 -0.0274 0.0477
Si 0.0017 -0.0297 -0.0099
Si 0.0104 0.0153 0.011
Si -0.0176 0.0323 0.0252
Si 0.0333 0.0174 -0.0102
Si 0.0024 0.006 -0.0391
Si -0.0162 0.0172 -0.0527
Si -0.005 -0.038 -0.0403
Si 0.0044 0.0252 -0.0241
Si 0.0041 -0.0223 -0.0287
Si 0.034 0.0068 -0.0169
Si 0.0169 -0.0074 -0.0273
Si -0.0287 0.0128 -0.0044
Si -0.0232 -0.0101 -0.0114
Si 0.0008 0.017 0.0475
Si -0.0132 -0.0023 0.0251
Si 0.0212 0.0073 -0.0047
Si 0.0146 0.0008 -0.0321
Si -0.0281 -0.0049 -0.0076
Si -0.0056 0.0083 -0.0126
Si -0.0065 0.0137 0.0293
Si 0.0162 -0.0098 0.0064
Si 0.0079 0.0031 0.0033
Si 0.007 -0.0057 0.0294
Si -0.0288 -0.0038 0.0258
Si -0.0281 0.0196 0.0307
Si -0.0222 -0.0014 0.0243
Si -0.0071 0.0017 0.0311
Si 0.0187 -0.0066 0.0222
Si 0.0242 0.0191 0.0197
Si -0.0128 0.0037 0.0233
Si 0.0156 -0.0178 0.0247
Si -0.0172 -0.0021 0.0026
Si -0.0174 -0.0133 0.0164
Si -0.0374 0.0123 0.0215
Si -0.0108 -0.0029 0.0296
Si 0.0322 0.0121 0.0291
Si 0.0361 -0.0074 0.0201
Si 0.0139 0.0047 0.0299
Si 0.008 -0.0013 0.0166
Si 0.0061 -0.0033 -0.0213
Si 0.0014 0.0148 -0.0176
Si 0.0006 0.0113 -0.0181
Si 0.0054 -0.0007 -0.0222
Si -0.0014 0.0008 -0.0319
Si -0.0287 0.0016 -0.0071
Si -0.0116 -0.007 -0.0176
Si -0.0101 0.0078 -0.0154
Si 0.0113 -0.0142 -0.0098
Si 0.0154 -0.0331 -0.0181
Si 0.0083 -0.01 -0.0243
Si 0.0106 0.0126 -0.0237
Si 0.0065 -0.0315 -0.0044
Si -0.0046 0.0058 -0.005
Si -0.0187 0.0004 -0.0206
Si 0.0132 0.0096 -0.0072
Si -0.0107 0.0098 0.0217
Si 0.0125 -0.0117 0.0285
Si 0.019 -0.032 0.0195
Si -0.0285 0.022 0.0124
Si -0.0012 -0.001 0.0163
Si 0.0155 -0.002 -0.0007
Si 0.0071 0.0177 0.0178
Si -0.0023 0.0267 0.022
Si 0.0005 -0.0085 -0.0031
Si 0.0214 0.0106 0.0526
Si -0.006 0.0074 0.0053
Si 0.039 -0.0005 -0.0139
Si -0.0467 0.0164 0.0237
Si 0.0276 0.0089 -0.0027
Si -0.0055 -0.007 -0.0171
Si 0.0039 -0.0163 0.0018
Si -0.0001 0.003 -0.0145
Si 0.0143 -0.0329 -0.0096
Si -0.0149 0.0307 -0.0133
Si 0.004 -0.0137 -0.0153
Si 0.0018 -0.0284 -0.0404
Si -0.007 -0.0412 -0.0106
Si -0.0014 0.0048 0.0126
Si -0.0273 0.0322 -0.0279
Si 0.0071 -0.0276 -0.0237
Si -0.0142 -0.0409 0.0248
Si -0.0008 -0.0314 0.0107
Si -0.0041 0.0214 -0.0217
Si 0.0294 -0.0273 0.0178
Si 0.023 -0.0484 0.0504
Si -0.0158 0.0113 -0.0329
Si 0.0102 0.0334 0.0294
Si 0.031 0.0116 0.0208
Si -0.0153 -0.0251 0.0115
Si -0.0036 0.0139 -0.0113
Si 0.0055 0.0457 0.0204
Si -0.0651 0.0128 0.0682
Si 0.0228 -0.024 0.0728
Si -0.0215 0.0078 -0.0123
Si -0.0011 0.0501 0.0408
Si 0.021 0.0372 0.1058
Si 0.0082 -0.0153 0.0013
Si 0.0173 -0.014 0.0357
Si 0.0164 0.0358 0.0147
Si -0.0383 -0.0589 0.0672
Si -0.0629 -0.0069 0.0287
Si -0.0061 -0.008 0.057
Si -0.0013 0.0366 -0.0024
Si 0.4165 0.0433 -0.7609
Si 0.0049 -0.0116 0.1167
Si 0.0017 0.0307 0.0589
Si -0.2324 -0.0809 -0.7892
Si 0.0097 0.1866 -0.808
Si 0.0135 0.0243 0.0686
Si -0.0139 -0.0354 0.0809
Si 0.1289 -0.0072 -0.7011
Si -0.0402 0.0291 -0.1456
Si -0.0249 0.0052 0.0165
Si 0.0256 -0.0119 0.0588
Si 0.2512 0.0587 -0.5108
Si 0.0552 0.0361 -0.0968
Si 0.0205 -0.0343 0.0606
Si 0.0171 0.0108 -0.0179
Si -0.0668 0.0448 -0.1319
Si -0.1035 0.0321 -0.0374
Si 0.5013 -0.146 -0.3702
Si 0.0956 0.2356 -0.7707
Si -0.0686 -0.0484 -0.1545
Si -0.0502 0.0244 -0.0251
Si 0.0227 -0.0832 -0.7432
Si 0.0693 -0.0093 -0.7622
Si 0.0765 0.0052 -0.1207
Si 0.0037 -0.0753 -0.0261
Si -0.1288 -0.2914 -0.7812
Si -0.0993 0.2203 -0.6944
Si 0.1232 -0.0418 -0.1669
Si -0.0418 -0.1514 -0.6164
Si 0.401 0.1668 -0.8411
Si -0.0912 -0.3179 -0.8362
Si -0.0671 0.1661 -0.5341
Si -0.0607 0.1119 -0.1026
Si -0.1117 0.0818 0.015
Si -0.0603 -0.0121 -0.0714
Si -0.0401 -0.0431 -0.0803
Si -0.0209 0.0858 -0.2496
Si 0.062 0.1052 -0.2336
Si -0.0149 0.1212 -0.0369
Si -0.0029 0.0079 -0.029
Si 0.0606 -0.05 -0.1273
Si 0.0428 0.0057 -0.1845
Si -0.0527 0.0051 -0.2313
Si -0.0303 -0.0731 -0.114
Si -0.0941 0.0446 -0.2698
Si 0.0214 -0.0643 0.1158
Si 0.03 0.0526 -0.1848
Si 0.0286 -0.02 0.0896
Si -0.0434 0.0171 -0.1329
Si 0.0975 -0.016 -0.0165
Si 0.083 -0.0566 -0.1238
Si 0.0359 -0.0227 -0.0627
Si -0.021 0.0043 0.081
Si 0.0346 -0.0081 0.0091
Si -0.0089 0.1531 0.0718
Si -0.0957 0.0359 0.0365
Si -0.0324 0.0603 0.1312
Si 0.0985 -0.0593 0.1115
Si 0.0881 -0.061 0.0014
Si 0.0042 -0.0455 0.149
Si 0.0574 0.048 0.0339
Si 0.0763 0.1287 0.0515
Si 0.0335 0.0989 -0.207
Si -0.1468 0.1251 -0.0675
Si 0.0915 -0.0288 0.0081
Si -0.0355 -0.1951 -0.0837
Si 0.1298 0.1164 0.0753
Si 0.0351 0.0951 -0.0459
Si -0.033 -0.0229 0.0012
Si 0.0751 -0.1756 0.0483
Si 0.0969 0.019 0.0106
Si -0.0038 -0.0434 -0.0676
Si -0.0098 -0.068 -0.0984
Si -0.0198 0.062 0.1327
Si -0.0033 -0.0039 0.2288
Si 0.0208 0.039 -0.0712
Si -0.0601 -0.0855 -0.1078
Si -0.0913 -0.0362 0.0542
Si -0.0391 0.0606 -0.081
Si 0.1192 0.1026 0.0287
Si 0.0108 -0.0069 -0.0152
Si 0.0285 -0.0112 -0.0169
Si 0.0009 -0.0083 -0.0114
Si -0.0044 0.0044 -0.0146
Si -0.0046 -0.0094 -0.0055
Si -0.025 -0.0063 -0.0167
Si -0.0038 0.0136 -0.0101
Si -0.0181 -0.002 -0.0192
Si 0.0041 0.0116 -0.0053
Si 0.016 -0.0138 -0.016
Si 0.0209 0.0075 -0.0111
Si 0.002 0.0023 -0.0078
Si -0.0004 0.0047 -0.0048
Si 0.0027 -0.0112 -0.0158
Si -0.0053 -0.0018 -0.0094
Si 0.0013 0.0068 -0.011
Si 0.0017 -0.0003 -0.0107
Si 0.0114 -0.0043 -0.0188
Si 0.0019 -0.0062 -0.0132
Si -0.0128 0.0056 -0.0154
Si -0.0109 -0.0097 -0.0033
Si -0.022 -0.0038 -0.0216
Si -0.0182 0.0078 -0.0132
Si -0.0234 0.0079 -0.0148
Si 0.0156 -0.0053 -0.0095
Si 0.0213 -0.004 -0.0133
Si 0.0265 0.005 -0.007
Si 0.0048 0.01 -0.0075
Si -0.0101 -0.0016 -0.0077
Si -0.0059 0.0008 -0.0144
Si -0.0047 0.0075 -0.0077
Si -0.0169 0.0051 -0.0095
Si 0.0129 -0.0068 -0.0143
Si 0.0224 -0.0022 -0.0203
Si 0.01 -0.0105 -0.0131
Si -0.0014 0.0047 -0.0126
Si -0.0104 -0.0084 -0.0044
Si -0.0228 -0.0143 -0.0202
Si 0.0067 0.0086 -0.0126
Si -0.013 -0.0021 -0.0191
Si 0.0082 -0.0051 -0.0033
Si 0.0094 -0.0036 -0.0079
Si 0.0127 0.0031 -0.0037
Si 0.0043 0.0046 -0.0014
Si -0.0174 0.0071 -0.0077
Si -0.0074 -0.0067 -0.015
Si -0.0063 0.0028 -0.0062
Si -0.0135 -0.0024 -0.0057
Si -0.0166 0.0004 -0.0014
Si -0.0103 -0.0005 0.0066
Si 0.0025 -0.0065 0.0139
Si 0.016 -0.01 0.0125
Si -0.0033 0.001 0.019
Si 0.0155 0.0198 0.0248
Si -0.013 -0.0108 0.0294
Si -0.004 -0.0213 0.0105
Si -0.0031 -0.0028 0.0091
Si 0.0027 0.0128 0.0092
Si 0.0098 -0.0089 0.0155
Si 0.0054 0.0007 0.0143
Si -0.0025 -0.0017 0.0172
Si -0.002 0.0206 0.02
Si 0.0196 0.0021 0.0215
Si 0.0061 -0.0349 0.0229
Si -0.0104 0.0026 0.0069
Si -0.0117 0.0049 0.0109
Si -0.0026 0.0099 0.0133
Si 0.0136 -0.0052 0.0145
Si -0.0133 0.0025 0.0216
Si -0.0071 0.0214 0.0243
Si -0.0018 -0.0031 0.0317
Si -0.0048 -0.0124 0.0084
Si 0.0039 0.0083 0.0061
Si 0.0039 -0.0002 0.0029
Si 0.0083 -0.0035 0.0064
Si 0.0043 -0.0041 0.0144
Si 0.0002 0.0069 0.022
Si -0.0096 0.0119 0.0169
Si -0.016 -0.0009 0.0205
Si 0.0149 -0.0156 0.0226
Si -0.0066 0.0006 0.0025
Si -0.0004 0.0051 0.0034
Si -0.0067 0.0074 -0.0006
Si 0.0146 -0.0006 0.0113
Si -0.0012 0.0072 0.0215
Si 0.0008 0.0234 0.0164
Si -0.0217 -0.0069 0.0222
Si -0.0118 -0.0204 0.0129
Si 0.0043 0.0067 0.0047
Si 0.0082 0.0027 0.0032
Si 0.0075 -0.0072 0.0074
Si -0.0001 0.0011 0.0099
Si 0.003 -0.0029 0.0181
Si -0.0085 0.0225 0.0169
Si 0.005 0.0014 0.0221
Si 0.0106 -0.0107 0.0245
Si 0.0054 -0.0041 -0.0195
Si 0.0018 0.0016 -0.0239
Si -0.0204 0.0036 -0.0116
Si -0.0052 -0.0016 -0.0199
Si -0.0035 0.002 -0.0107
Si -0.0013 0.0168 -0.0075
Si -0.0017 0.0157 -0.019
Si -0.0016 0.0083 -0.0241
Si 0.0102 -0.0081 -0.0106
Si -0.0045 -0.0042 -0.0168
Si 0.0012 -0.0126 -0.0092
Si -0.0042 0.0047 -0.0163
Si 0.0044 -0.0061 -0.016
Si -0.0021 0.017 -0.0185
Si -0.0084 -0.0194 -0.0124
Si -0.0038 -0.0046 -0.0174
Si 0.0129 -0.0136 -0.0185
Si 0.0059 0.0095 -0.0169
Si -0.0053 -0.0087 -0.0116
Si -0.0125 0.0102 -0.0225
Si 0.0176 -0.0034 -0.0184
Si 0.0149 -0.0005 -0.0078
Si -0.0066 0.0191 -0.0202
Si 0.0024 -0.0131 -0.0258
Si -0.0013 0.0098 -0.0137
Si -0.0076 0.0027 -0.0166
Si 0.0088 -0.0016 -0.014
Si -0.0004 0.0025 -0.0205
Si 0.0029 0.0008 -0.0129
Si 0.018 0.0038 -0.0065
Si 0.0051 0.0096 -0.0116
Si 0.0009 -0.0033 -0.0199
Si 0.0028 -0.0091 -0.019
Si 0.0007 0.0071 -0.0142
Si -0.0094 -0.0131 -0.007
Si -0.0107 0.0036 -0.0145
Si 0.0007 0.0053 -0.0141
Si 0.0062 0.007 -0.0134
Si -0.001 -0.009 -0.0132
Si -0.0018 -0.0016 -0.0187
Si 0.0024 -0.0049 -0.0092
Si -0.0132 0.0041 -0.0143
Si 0.0048 -0.0159 -0.0114
Si -0.008 0.0076 -0.0183
Si 0.0092 -0.0019 -0.0172
Si 0.0114 0.0071 -0.0146
Si -0.0057 -0.0147 -0.0136
Si -0.0031 -0.0023 -0.017
Si -0.003 0.0053 0.0086
Si -0.0116 -0.0089 0.024
Si -0.01 -0.0103 0.0229
Si -0.0099 0.0089 0.0208
Si -0.0214 0.0103 0.0084
Si 0.0102 -0.0181 0.0166
Si 0.0268 -0.0063 0.022
Si -0.0026 0.0027 0.021
Si -0.0017 0.0136 0.0124
Si 0.0112 0.0022 0.0096
Si -0.0204 -0.007 0.0104
Si 0.0076 -0.0048 0.0109
Si -0.0148 0.0025 0.0136
Si 0.0131 -0.0028 0.0129
Si 0.0573 0.0074 0.0148
Si 0.0035 -0.0142 0.0213
Si 0.0079 0.0116 0.0168
Si 0.0048 -0.0029 0.0159
Si 0.0103 0.0075 0.012
Si 0.0067 -0.0157 0.0196
Si -0.0242 0.0119 0.0141
Si -0.0047 0.0001 0.0106
Si 0.0007 0.0048 0.013
Si -0.0007 -0.0087 0.0073
Si -0.009 0.0047 0.0151
Si 0.0137 0.0008 0.018
Si -0.0011 -0.0083 0.0112
Si -0.0024 0.0063 0.0138
Si -0.0093 -0.0055 0.0167
Si -0.0115 0.0119 0.0084
Si 0.0094 -0.0125 0.0198
Si -0.0114 0.0086 0.0192
Si 0.0014 0.0093 0.0196
Si -0.0013 -0.0137 0.0234
Si 0.0018 -0.0052 0.0202
Si 0.0091 -0.0039 0.023
Si 0.0035 0.0126 0.0089
Si 0.0298 -0.0136 0.0088
Si 0.0216 0.0037 0.0184
Si 0.0136 -0.0044 0.0161
Si -0.0023 0.0092 0.0015
Si -0.0111 -0.009 0.0082
Si -0.032 0.0165 0.0066
Si 0.0062 -0.001 -0.0004
Si -0.0077 0.0181 -0.0023
Si -0.0061 -0.0011 0.0053
Si 0.0346 0.0091 0.008
Si -0.0061 -0.0084 0.0048
O 0.0039 0.022 0.0609
O 0.2413 -0.5271 -0.1584
O -0.0009 -0.1244 0.2534
O 0.2176 -0.2739 -0.2277
O -0.1806 0.261 0.3406
O -0.4035 -0.0846 -0.3442
O 0.5154 0.0691 -0.093
O 0.0631 0.1992 -0.4946
O 0.1206 -0.1674 -0.5108
O -0.4592 0.3148 -0.3209
O -0.2596 0.2171 -0.4149
O -0.0372 -0.0454 -0.3087
O 0.1659 0.5039 0.0259
O 0.0979 -0.1352 -0.0254
O -0.0483 -0.4663 -0.009
O 0.087 0.2987 -0.2602
O -0.0804 0.4256 0.3063
O -0.145 -0.5342 0.0124
O 0.0329 -0.036 -0.5236
O 0.3919 0.0792 0.0721
O 0.6985 0.1165 0.3406
O -0.3035 -0.0147 0.3883
O -0.0125 0.1564 -0.1436
O -0.1564 -0.0188 0.4505
O -0.1525 0.2917 0.2915
O -0.046 -0.2466 -0.2198
O 0.4663 0.4834 0.1095
O -0.1158 -0.1363 0.4312
O -0.1255 0.2434 0.5616
O -0.0952 -0.5321 0.0174
O -0.3652 0.4768 0.3407
O 0.0722 0.1266 0.2787
O 0.4218 -0.3678 0.1155
O 0.4956 -0.0066 -0.339
O 0.3815 -0.3395 -0.2515
O 0.313 0.2748 0.1796
O -0.3162 -0.2364 -0.5796
O -0.2166 0.3358 0.041
O -0.2155 0.2346 0.0564
O -0.5511 -0.0249 -0.3178
O 0.5048 -0.0587 -0.2046
O 0.428 0.0454 -0.5512
O 0.5087 -0.2101 -0.0345
O -0.4595 -0.4919 0.4322
O -0.4705 0.0524 -0.1621
O 0.2217 0.0314 -0.5987
O 0.1052 0.0235 -0.4117
O -0.2131 0.0809 0.1674
O -0.2897 -0.113 0.4857
O 0.4663 -0.1111 -0.1149
O -0.2476 0.4729 0.0176
O 0.2581 0.3038 -0.3364
O 0.6458 0.2829 -0.4896
O -0.1305 0.0139 -0.1631
O 0.3145 0.2695 0.0795
O 0.25 0.4044 -0.5741
O 0.4613 -0.0456 -0.0392
O -0.5747 -0.3523 0.277
O 0.5197 0.227 0.1907
O -0.4066 0.2608 -0.3075
O 0.3668 -0.4504 0.1365
O -0.3054 0.2881 0.4042
O -0.2662 -0.0111 -0.2584
O -0.0164 0.1569 -0.282
O -0.0983 0.5177 0.1387
O -0.2918 -0.1665 -0.1146
O -0.2898 -0.4819 0.1727
O -0.5881 0.3367 0.2066
O -0.1515 -0.0795 -0.103
O 0.4043 -0.4083 0.2627
O -0.3133 -0.3724 -0.0127
O 0.054 -0.0333 0.1238
O -0.3834 0.2772 0.1931
O -0.3285 -0.1346 0.3347
O -0.3352 0.3605 0.0777
O -0.2081 -0.0695 0.1615
O -0.1469 -0.127 -0.2819
O 0.3978 -0.4543 -0.0191
O 0.579 0.0079 -0.5334
O 0.0365 -0.0991 0.049
O -0.0404 -0.0004 0.4502
O -0.449 0.4181 0.3189
O 0.0222 -0.0655 -0.339
O -0.2149 -0.6687 0.2801
O 0.6455 0.0804 0.2187
O 0.6356 -0.2425 0.052
O 0.0956 0.0656 0.3963
O -0.4436 0.1692 -0.2131
O 0.0048 0.2615 -0.3353
O 0.4561 -0.0701 0.2961
O -0.4771 -0.1398 0.5366
O -0.3484 0.4011 0.1229
O 0.0875 0.1978 0.1448
O -0.042 -0.5746 0.0979
O -0.2226 0.1993 0.1454
O -0.1235 0.1401 0.0411
O 0.3964 0.2948 0.2271
O -0.2513 0.321 -0.1201
O -0.1215 -0.324 0.2221
O 0.2978 0.4296 -0.2849
O 0.0532 -0.1562 0.1779
O -0.5267 0.0599 -0.265
O 0.0724 -0.1997 -0.2095
O 0.3231 -0.4883 0.0011
O 0.5144 0.1492 -0.0499
O 0.3995 0.0011 -0.1154
O -0.3465 0.0547 0.082
O -0.4315 0.0406 0.0907
O -0.004 0.5327 0.4042
O 0.4655 0.1183 0.6607
O -0.0364 -0.0561 0.5046
O 0.0559 -0.1134 -0.1462
O 0.1234 0.2838 0.0837
O -0.4309 -0.5048 -0.2267
O -0.0746 -0.343 -0.1134
O 0.1709 -0.5034 -0.0221
O 0.0702 0.155 0.1013
O 0.0676 0.5063 -0.0372
O -0.4166 -0.1702 0.4048
O 0.1376 -0.3752 0.2355
O 0.0352 -0.1721 0.0003
O -0.0693 -0.1756 0.3049
O -0.3876 -0.4171 -0.1199
O 0.3704 -0.3137 0.1308
O -0.2327 -0.5257 -0.0452
O 0.4239 0.4744 -0.0227
O -0.2125 -0.3527 0.3808
O -0.5841 0.0727 -0.2407
O 0.1494 -0.2648 0.2211
O -0.0199 -0.2991 -0.2573
O -0.0921 0.3042 -0.3054
O -0.0359 0.0176 -0.4105
O 0.1 0.04 -0.3546
O 0.0839 0.3424 0.3696
O 0.0447 -0.4839 -0.3704
O -0.5557 0.0288 -0.0469
O 0.173 0.1116 -0.1134
O -0.094 0.3178 0.0471
O -0.4077 -0.4188 0.216
O -0.5293 -0.2943 -0.0511
O -0.2851 0.0877 -0.3546
O -0.4179 0.1789 -0.3871
O -0.1267 -0.029 -0.2122
O 0.1428 -0.161 0.217
O -0.3494 0.7201 0.0495
O 0.3937 0.1092 0.3892
O 0.124 -0.0043 -0.0537
O 0.1128 0.1089 0.1251
O -0.3905 0.3084 -0.0747
O 0.3548 0.0439 -0.0051
O -0.2149 0.2457 -0.1369
O -0.2132 -0.0619 -0.0299
O 0.0292 -0.1457 -0.0305
O 0.0295 -0.0368 0.0597
O 0.3512 0.2472 -0.3952
O 0.3999 -0.1203 0.0396
O -0.0742 -0.5621 0.0634
O 0.0143 0.3581 -0.1292
O 0.2 -0.4777 -0.511
O -0.1234 0.126 -0.4016
O -0.1012 -0.1338 0.4604
O 0.0364 -0.4776 -0.4736
O -0.1356 0.2998 0.307
O -0.5444 -0.1322 -0.3902
O 0.4173 0.473 -0.3165
O 0.0522 0.2848 -0.0356
O -0.0254 -0.2821 -0.0781
O 0.1997 0.0054 -0.182
O -0.2278 0.2192 -0.1426
O -0.0353 -0.5312 -0.2613
O -0.1258 0.3157 -0.4379
O 0.3035 0.6365 -0.0999
O -0.147 -0.2292 0.3259
O 0.0061 0.1727 0.3459
O 0.1541 -0.3484 -0.6336
O 0.1499 0.0146 -0.3847
O 0.0057 0.5393 -0.199
O -0.0287 0.0474 0.4364
O -0.2196 -0.1795 0.7782
O -0.172 0.7695 0.2144
O -0.3208 0.1464 0.5149
O 0.2012 0.4166 0.4856
O 0.1535 -0.2714 0.1562
O -0.29 -0.0832 0.6052
O 0.158 0.2245 -0.0487
O 0.1172 0.3503 0.0472
O -0.0377 0.0228 -0.3648
O -0.3136 0.2052 0.0657
O 0.2595 0.2671 -0.1018
O -0.2638 -0.0606 -0.0989
O 0.2098 -0.3792 -0.4692
O 0.5274 0.0342 0.0352
O 0.7944 -0.136 0.0139
O -0.052 -0.6633 0.4547
O -0.3636 0.6543 0.1036
O 0.2023 0.4179 -0.4379
O 0.4011 0.0848 0.096
O -0.5241 -0.1594 0.2136
O -0.008 -0.3246 0.0125
O 0.2506 -0.3017 0.0989
O -0.1806 0.2654 0.4442
O -0.0724 0.246 -0.3733
O 0.2309 0.1454 -0.2306
O -0.2319 0.0756 -0.195
O 0.9023 0.1735 -0.2115
O -0.4198 0.4828 -0.1326
O 0.3489 -0.5157 -0.3007
O -0.4932 -0.1166 0.5104
O 0.455 0.2227 0.0176
O -0.378 0.2491 -0.1341
O 0.6051 -0.3873 -0.0752
O -0.526 -0.1212 0.3786
O 0.1535 -0.1139 -0.4314
O 0.0853 0.4331 -0.3226
O 0.0884 -0.1561 -0.448
O 0.2606 -0.477 -0.1968
O -0.2652 0.1118 0.2757
O 0.007 -0.0406 0.182
O -0.37 -0.1395 -0.1179
O 0.3036 -0.2554 0.0039
O -0.3633 0.2108 0.3599
O 0.2246 0.1163 -0.1978
O -0.0866 0.0611 0.4239
O -0.1758 -0.0183 0.1385
O 0.2772 -0.131 0.0396
O -0.0457 0.1108 -0.4188
O -0.3319 0.1439 0.4544
O 0.6231 -0.255 0.1473
O -0.2956 0.1146 -0.4491
O -0.0512 0.3656 0.0422
O 0.1678 -0.1414 -0.5424
O 0.222 -0.7063 0.543
O 0.1723 -0.2999 -0.1027
O 0.0071 -0.4565 -0.0685
O 0.2173 -0.0153 0.5357
O -0.1904 0.0927 0.0929
O 0.1155 0.4194 -0.2559
O 0.2319 0.0015 0.2872
O 0.0452 -0.0325 0.7263
O -0.5465 0.5015 -0.1126
O 0.0623 0.3979 0.0279
O -0.2437 0.1678 -0.1103
O 0.3173 0.1698 0.073
O 0.4167 0.281 0.1167
O -0.3032 0.1025 -0.1445
O -0.0071 -0.6824 0.0006
O 0.4391 0.2982 -0.1257
O -0.0885 -0.225 0.2061
O -0.4905 0.0619 -0.4014
O 0.2559 -0.13 -0.1189
O 0.4115 -0.0844 -0.2019
O 0.1997 0.0325 0.3674
O -0.3602 0.1094 0.413
O -0.3351 0.0836 0.1702
O -0.0275 0.1328 -0.033
O 0.1027 -0.1182 -0.1776
O -0.066 0.1305 0.1232
O -0.3161 0.0953 0.1117
O -0.2349 -0.0431 0.3586
O 0.1615 -0.3982 -0.1724
O 0.0501 -0.1136 0.1453
O 0.4221 -0.6631 0.0092
O 0.1607 0.3113 -0.0834
O 0.1236 0.322 -0.0723
O -0.2892 -0.3135 0.4316
O -0.1256 -0.3063 -0.1036
O -0.062 -0.2656 0.2805
O 0.0034 -0.3749 -0.2001
O -0.1283 -0.53 -0.0045
O 0.1461 0.1092 0.0679
O 0.1664 -0.1195 -0.2065
O 0.1803 0.4937 0.0821
O -0.3476 -0.3477 0.0943
O -0.6132 0.4742 -0.307
O -0.1942 -0.3098 0.404
O 0.0179 -0.3419 -0.4121
O 0.0302 0.4122 0.2033
O 0.3524 0.0925 -0.4731
O -0.1717 -0.3761 0.4163
O 0.3965 0.1231 0.2827
O -0.0365 -0.3509 -0.3874
O -0.5787 0.0423 0.0577
O -0.2497 0.0333 0.0721
O 0.1691 0.059 0.6003
O -0.2232 0.0351 -0.0968
O -0.1363 -0.4267 0.1604
O -0.1541 0.3661 -0.1781
O -0.0939 0.3703 -0.2748
O -0.4238 -0.0402 -0.2206
O 0.5496 -0.0067 0.3343
O -0.1774 0.4602 0.1873
O 0.298 0.2267 0.3076
O 0.2446 -0.1051 0.1344
O 0.1117 0.014 0.1275
O -0.1366 0.5365 0.3389
O -0.0294 0.0123 -0.0709
O -0.2666 -0.4246 0.0424
O 0.3642 -0.0808 0.324
O -0.4532 0.3189 0.0697
O 0.0234 -0.3364 0.21
O 0.1642 -0.6045 -0.1719
O -0.0449 -0.0282 -0.1584
O 0.3943 0.1124 -0.2871
O 0.6515 -0.3723 -0.3322
O 0.0931 -0.5012 -0.2423
O 0.0408 0.1096 -0.2266
O -0.0253 -0.1574 0.2436
O -0.0351 -0.1906 -0.4248
O -0.2836 0.4151 0.0843
O -0.1697 0.1701 -0.4001
O 0.4441 0.4955 -0.4383
O -0.0214 0.2662 -0.4027
O -0.3766 -0.3508 -0.1642
O 0.1746 0.1419 -0.3878
O -0.1765 -0.2448 -0.2922
O -0.3868 0.3428 -0.2401
O 0.235 -0.144 0.2121
O -0.0609 0.2156 -0.655
O 0.2822 0.3285 -0.0194
O -0.0069 0.0335 -0.1995
O -0.0358 -0.4696 0.1162
O -0.3123 0.2145 0.2778
O 0.1412 -0.2534 -0.3206
O 0.1585 0.165 -0.293
O -0.2506 -0.1745 0.3767
O -0.3185 0.5287 -0.4425
O 0.1514 0.0792 0.5563
O 0.0657 -0.3122 0.0804
O 0.0063 -0.6601 -0.3668
O 0.2249 0.5417 -0.0003
O 0.0298 -0.2169 0.0147
O -0.1229 0.3448 0.6472
O 0.1239 -0.1629 0.4671
O 0.0234 -0.4133 -0.2549
O 0.0199 -0.4898 0.0942
O 0.4391 -0.129 0.211
O 0.4674 0.0455 0.2388
O -0.1223 0.1205 0.0289
O 0.1668 -0.1967 -0.6192
O -0.5426 0.1058 0.196
O -0.1081 0.1028 -0.1844
O -0.5909 -0.504 -0.4158
O 0.2916 -0.3317 -0.5722
O 0.4733 -0.1306 -0.3373
O 0.6267 -0.0822 0.1862
O 0.1421 -0.3783 0.4216
O -0.0035 0.6222 -0.0643
O 0.2657 -0.0666 -0.3463
O -0.0116 0.2326 -0.1338
O -0.1595 -0.0567 0.0165
O -0.2744 -0.2489 0.2353
O 0.1781 -0.7593 -0.3156
O -0.4811 0.4579 0.0909
O 0.333 0.0252 -0.54
O 0.4513 0.2174 -0.4018
O -0.1226 0.001 -0.1023
O 0.4016 0.2541 0.2513
O -0.4283 0.4823 -0.1981
O 0.2805 -0.0963 -0.3212
O -0.4737 -0.2848 0.2167
O 0.4585 0.5121 -0.1849
O -0.5273 0.0891 -0.1742
O 0.5508 0.0883 -0.0025
O -0.4449 0.1994 0.6333
O -0.1754 0.023 -0.2484
O 0.0129 0.5813 -0.3632
O 0.4104 0.4113 -0.0098
O -0.2351 -0.0147 -0.1762
O -0.253 -0.1236 -0.234
O -0.0929 -0.613 0.0599
O -0.4161 0.437 0.2882
O -0.3463 -0.1332 -0.0593
O 0.4519 -0.1792 0.3351
O -0.2702 0.0078 0.2738
O -0.0751 -0.0931 0.4266
O -0.2361 0.3459 0.2237
O 0.1997 -0.4315 -0.238
O 0.2856 -0.2624 -0.11
O -0.0833 -0.0189 0.5877
O 0.0717 -0.3461 0.3043
O 0.3588 0.0509 -0.1343
O 0.0176 0.053 0.1881
O 0.6986 -0.0336 0.2176
O 0.4016 0.0258 0.049
O -0.403 0.4355 0.2655
O -0.0248 -0.2373 -0.6143
O 0.1682 -0.56 0.413
O 0.3884 -0.1153 0.3138
O 0.2667 -0.4234 -0.2675
O -0.1712 -0.1402 0.3009
O -0.0296 0.0518 0.197
O 0.0888 0.3786 -0.1576
O 0.4492 0.2474 0.4632
O -0.6519 -0.1932 0.4115
O -0.4431 0.2867 -0.0798
O 0.2196 0.213 -0.6032
O 0.358 -0.7234 0.0292
O -0.1098 0.4635 0.3058
O 0.0776 0.1252 0.2138
O 0.2208 0.468 0.081
O -0.3079 0.2504 -0.236
O 0.1559 -0.1958 0.2745
O 0.3306 0.4057 0.0448
O -0.0048 -0.1295 0.1742
O -0.2522 -0.1261 -0.1766
O -0.0548 -0.0806 0.1401
O 0.2914 -0.3908 -0.3371
O 0.0625 0.2323 -0.0628
O 0.6029 -0.0327 0.2896
O -0.6686 0.01 0.2467
O -0.2477 0.1687 -0.2633
O -0.0881 0.2502 0.4007
O 0.0347 0.0601 0.1951
O -0.0153 0.1136 0.4134
O -0.4322 0.0305 -0.0011
O -0.2936 0.1248 0.2545
O 0.0947 -0.0754 -0.033
O -0.0879 -0.1283 0.064
O 0.0883 -0.162 -0.4476
O -0.0082 0.4421 0.3863
O -0.5253 0.0693 0.3203
O -0.0808 -0.3053 -0.0669
O -0.3475 0.1033 0.0339
O -0.1963 -0.3322 -0.1557
O -0.2993 -0.6327 0.0043
O 0.0171 0.1542 -0.1009
O 0.2217 0.1565 -0.0143
O -0.216 -0.3658 -0.0502
O -0.5456 0.1019 -0.1663
O -0.0714 -0.4086 0.4031
O -0.3652 -0.2709 -0.6002
O -0.209 0.5333 -0.1014
O 0.5177 0.2858 -0.473
O 0.1463 0.0147 -0.0521
O 0.4879 0.132 0.1579
O 0.1388 -0.7301 -0.4141
O -0.2349 0.0672 0.1604
O -0.124 0.2397 0.6069
O -0.3331 0.128 -0.2682
O 0.0018 0.1432 0.4443
O -0.3424 -0.0019 -0.3851
O -0.4426 -0.0194 -0.156
O -0.3642 0.4204 -0.0593
O -0.2053 0.3133 0.0296
O -0.5976 0.0749 -0.0465
O 0.3923 -0.0465 0.3106
O -0.0426 0.4771 0.1037
O -0.0791 0.0609 0.0566
O 0.046 0.1269 0.4475
O -0.264 0.7393 -0.1069
O 0.3985 0 -0.1616
O -0.2546 0.0912 0.0873
O -0.4706 0.1661 -0.1688
O -0.0875 -0.5809 0.3821
O -0.0434 -0.1583 0.1265
O 0.4384 0.1296 -0.4267
O 0.3839 -0.2733 0.0404
O 0.2531 -0.7109 -0.3981
O -0.3159 -0.0403 0.244
O -0.0835 0.2696 0.0935
O -0.2914 0.1245 0.56
O 0.0808 -0.1342 -0.068
O 0.4774 -0.3898 0.2642
O -0.0888 0.2059 -0.2663
O 0.4044 -0.2662 0.0361
O 0.1737 0.6042 0.3367
O 0.2451 -0.1658 0.1176
O -0.1322 0.1067 0.3173
O -0.21 -0.1574 -0.2158
O -0.0382 -0.5462 0.0639
O -0.3062 -0.1016 0.4982
O 0.2306 -0.0089 -0.03
